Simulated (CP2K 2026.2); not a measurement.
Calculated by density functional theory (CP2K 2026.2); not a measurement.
Periodic cell of 2016 atoms, Si1440O576, from a study of silicon, its oxide and their interface. The atomic structure is a simulated model.
Doubt: the forces sum to 4.20 eV/angstrom along one axis rather than to zero, so they err by at least 0.0021 eV/angstrom per atom on average; the grid cutoff is modest.

Settings
functional: PBE
method: Gaussian and plane waves
basis set: DZVP-MOLOPT-SR-GTH
pseudopotentials: GTH-PBE
grid cutoff: 350 Ry, relative cutoff 50 Ry
k points: Gamma only
occupations: fixed
spin: none
net charge: 0

Cell vectors (angstrom)
a	65.28	0	0
b	0	16.32	0
c	2.4151	-2.4704	33.1718

Atoms and the computed forces on them: element, x, y, z (angstrom), force x, y, z (eV/angstrom)
Si	1.627	14.534	0.111	-0.352	0.26	0.629
Si	6.388	-1.066	33.163	0.273	-0.349	0.652
Si	3.961	1.015	32.859	-0.319	0.501	0.61
Si	6.998	3.718	32.842	-0.179	0.182	0.741
Si	1.006	9.562	0.227	0.284	-0.224	0.573
Si	3.777	12.196	0.297	0.303	-0.001	0.648
Si	6.822	14.847	0.147	-0.17	0.162	0.673
Si	11.469	-0.574	33.063	0.149	-0.177	0.659
Si	6.825	4.046	0.232	0.022	0.022	0.487
Si	11.789	4.503	33.012	0.184	-0.067	0.693
Si	9.534	6.702	33.055	-0.065	0.132	0.788
Si	9.981	11.964	0.098	-0.402	0.211	0.709
Si	14.785	12.534	33.004	-0.04	0.081	0.623
Si	17.311	-0.79	33.015	0.131	-0.185	0.655
Si	12.647	3.874	0.035	-0.124	-0.024	0.757
Si	15.081	6.87	0.042	-0.256	0.164	0.676
Si	12.181	9.68	0.091	0.356	-0.266	0.744
Si	18.102	9.412	33.039	-0.202	0.061	0.762
Si	20.644	12.079	33.13	-0.032	0.269	0.77
Si	23.089	-0.941	32.986	-0.138	-0.01	0.702
Si	19.685	2.108	32.961	0.459	-0.23	0.671
Si	22.341	4.972	32.742	0.23	-0.301	0.738
Si	17.784	9.652	0.206	0.021	0.004	0.561
Si	20.481	12.376	0.025	0.107	-0.165	0.667
Si	25.836	12.075	33.064	0.014	0.263	0.636
Si	28.178	-0.828	33.146	0.254	-0.29	0.591
Si	23.511	3.96	0.03	-0.244	0.265	0.536
Si	28.177	4.603	33.132	0.091	-0.089	0.742
Si	25.877	6.754	33.022	-0.125	0.212	0.785
Si	28.101	9.892	32.959	0.187	-0.096	0.713
Si	31.141	12.548	33.113	-0.257	0.015	0.649
Si	33.632	-0.851	33.03	0.129	-0.126	0.696
Si	31.49	1.46	33.054	-0.255	0.04	0.657
Si	31.311	6.901	0.088	0.083	-0.018	0.658
Si	31.588	6.717	33.167	-0.198	-0.014	0.715
Si	34.038	9.555	33.074	-0.304	0.333	0.7
Si	34.445	14.841	0	-0.293	0.006	0.656
Si	36.822	1.433	0.419	-0.003	-0.003	0.505
Si	36.995	1.118	33.158	-0.079	0.146	0.675
Si	37.092	6.736	0.131	-0.228	0.007	0.736
Si	33.875	9.794	0.032	0.254	-0.236	0.807
Si	36.55	12.537	0.059	0.175	-0.038	0.79
Si	39.093	15.607	0.196	-0.032	-0.146	0.726
Si	42.447	1.149	0.284	-0.166	0.104	0.67
Si	39.137	4.351	0.128	0.374	-0.056	0.738
Si	42.127	7.194	0.183	-0.016	-0.232	0.737
Si	39.946	9.464	0.13	-0.214	0.005	0.741
Si	42.579	12.175	0.115	-0.349	0.249	0.665
Si	44.708	15.28	0.417	0.002	-0.122	0.75
Si	47.255	1.589	0.547	0.124	-0.198	0.802
Si	45.091	3.832	0.53	-0.193	0.125	0.67
Si	47.294	6.518	0.194	0.173	0.21	0.644
Si	44.618	9.73	0.307	0.331	-0.115	0.668
Si	47.915	11.955	0.501	-0.156	0.066	0.813
Si	50.499	14.638	0.5	-0.066	-0.035	0.712
Si	52.799	1.312	0.725	-0.007	0.04	0.557
Si	50.456	3.253	0.199	-0.099	0.377	0.767
Si	52.869	6.476	0.128	-0.197	0.132	0.778
Si	50.091	9.739	0.365	0.02	-0.304	0.786
Si	52.783	12.564	0.222	0.144	-0.179	0.687
Si	55.107	15.616	0.231	0.098	-0.29	0.668
Si	58.447	1.19	0.34	-0.131	0.059	0.789
Si	55.1	4.313	0.367	0.088	-0.009	0.801
Si	57.787	6.949	0.243	0.264	0.017	0.713
Si	55.696	9.264	0.275	-0.252	0.019	0.736
Si	57.679	12.065	0.21	0.235	0.224	0.625
Si	60.481	15.13	0.148	0.121	-0.141	0.711
Si	63.349	1.444	0.091	0.335	-0.271	0.625
Si	61.132	3.787	0.255	-0.195	0.339	0.659
Si	63.554	7.201	0.023	0.146	-0.307	0.687
Si	61.279	9.365	0.184	-0.3	0.059	0.707
Si	64.032	11.825	0.132	-0.244	0.363	0.625
Si	2.757	16.185	1.341	-0.043	0.055	-0.087
Si	5.441	2.6	1.401	-0.103	-0.004	-0.052
Si	2.7	5.275	0.944	-0.062	-0.005	-0.108
Si	5.519	7.937	1.119	-0.088	0.036	-0.103
Si	2.637	10.646	1.525	-0.103	-0.021	-0.031
Si	5.351	13.541	1.412	-0.026	-0.04	-0.089
Si	8.161	0.105	1.269	0.017	-0.044	-0.06
Si	10.894	2.773	1.167	-0.009	-0.096	0.035
Si	8.273	5.486	1.333	-0.054	0.005	-0.035
Si	10.934	8.097	1.266	-0.108	-0.039	0.006
Si	8.238	10.814	1.207	-0.063	0.021	-0.069
Si	10.995	13.725	1.27	-0.041	-0.015	-0.019
Si	13.787	0.029	1.126	-0.071	-0.037	0.011
Si	16.422	2.863	1.154	-0.024	-0.116	0.009
Si	13.697	5.501	1.343	-0.025	-0.092	0.051
Si	16.338	8.305	1.395	-0.048	-0.149	0.008
Si	13.878	10.936	1.137	-0.076	-0.022	0.05
Si	16.604	13.539	1.288	-0.08	-0.085	0.024
Si	19.296	0.044	1.053	-0.103	-0.059	0.007
Si	21.832	2.92	1.269	-0.028	-0.118	0.004
Si	19.053	5.667	0.943	-0.099	-0.128	-0.031
Si	21.756	8.179	1.046	-0.049	-0.076	-0.002
Si	19.247	10.963	1.412	-0.058	-0.081	0.014
Si	21.979	13.534	1.378	-0.081	-0.063	0.028
Si	24.59	-0.065	1.089	-0.085	-0.009	-0.027
Si	27.407	2.794	1.188	0.069	0.057	-0.014
Si	24.622	5.543	1.301	-0.032	0.04	0.01
Si	27.416	8.155	1.208	-0.013	0.055	-0.005
Si	24.603	10.829	1.187	-0.025	-0.034	-0.051
Si	27.324	13.518	1.114	-0.058	0.078	-0.072
Si	29.959	0.167	1.268	0.08	0.075	-0.047
Si	32.839	2.618	1.278	0	0.094	-0.008
Si	30.117	5.379	1.379	0.04	0.056	0
Si	32.817	8.149	1.347	0.067	0.073	-0.03
Si	30.123	10.848	1.31	0.076	0.126	-0.009
Si	32.741	13.66	1.197	0.101	0.091	-0.021
Si	35.452	-0.043	1.557	0.002	0.022	-0.058
Si	38.162	2.854	1.661	0.054	-0.005	-0.113
Si	35.504	5.396	1.299	0.055	0.056	-0.072
Si	38.27	8.295	1.402	0.066	0.032	-0.118
Si	35.43	10.944	1.372	0.046	0.051	-0.09
Si	38.12	13.751	1.364	0.025	-0.045	-0.141
Si	40.78	0.14	1.597	0.032	-0.055	-0.135
Si	43.497	2.68	1.714	-0.037	-0.024	-0.125
Si	40.89	5.484	1.33	-0.06	0.02	-0.141
Si	43.545	8.225	1.722	-0.048	-0.022	-0.11
Si	40.992	11.019	1.506	-0.001	-0.011	-0.158
Si	43.558	13.669	1.629	-0.057	-0.018	-0.185
Si	46.196	0.003	1.827	-0.017	0.021	-0.174
Si	48.92	2.558	1.834	-0.024	0.069	-0.105
Si	46.294	5.29	1.877	-0.052	0.054	-0.121
Si	48.733	8.082	1.435	-0.01	0.001	-0.132
Si	46.235	10.824	1.639	-0.065	-0.001	-0.109
Si	48.955	13.531	1.827	-0.015	0.063	-0.129
Si	51.511	16.169	1.928	0.02	0.061	-0.02
Si	54.112	2.805	1.846	0.149	0.058	0.035
Si	51.346	5.21	1.385	0.054	0.023	-0.059
Si	54.037	8.083	1.449	0.109	-0.004	-0.015
Si	51.638	10.939	1.609	0.083	0.106	-0.043
Si	54.232	13.77	1.554	0.17	0.068	0.033
Si	56.794	0.126	1.613	0.164	-0.019	0.023
Si	59.604	2.71	1.635	0.082	0.023	0.02
Si	56.718	5.437	1.644	0.097	0.002	0.012
Si	59.571	8.131	1.311	0.085	0.005	0.002
Si	56.751	10.705	1.782	0.072	0.023	0.065
Si	59.28	13.522	1.356	0.033	-0.041	0.028
Si	62.216	16.187	1.404	0.012	-0.04	-0.044
Si	65.167	2.556	1.158	-0.02	-0.002	-0.036
Si	62.42	5.475	1.244	0.037	0.02	-0.001
Si	65.08	8.109	1.559	-0.07	-0.003	-0.015
Si	62.422	10.842	1.552	-0.003	0.019	-0.019
Si	65.123	13.549	1.31	-0.013	0.012	-0.07
Si	1.268	1.247	2.597	-0.013	0.026	-0.026
Si	3.978	4.018	2.574	-0.065	0.066	0.006
Si	1.367	6.641	2.521	-0.026	-0.04	-0.008
Si	4.159	9.281	2.613	0.018	-0.009	-0.02
Si	1.229	12.156	2.735	-0.084	0.01	-0.003
Si	4.056	14.895	2.791	-0.064	0.034	0.02
Si	6.821	1.305	2.749	-0.08	0.01	0.014
Si	9.648	4.116	2.643	-0.047	-0.023	0.036
Si	6.847	6.77	2.668	-0.088	0	0.03
Si	9.589	9.498	2.623	-0.044	-0.025	0.08
Si	6.853	12.164	2.59	-0.035	-0.016	0.036
Si	9.576	15.043	2.586	-0.058	-0.019	0.048
Si	12.295	1.346	2.484	0.005	-0.099	0.057
Si	15.1	4.148	2.634	-0.038	-0.125	0.113
Si	12.288	6.804	2.659	-0.032	-0.056	0.061
Si	15.027	9.654	2.713	-0.072	-0.095	0.109
Si	12.467	12.34	2.502	-0.069	-0.139	0.111
Si	15.158	15	2.493	-0.051	-0.132	0.055
Si	17.867	1.445	2.399	-0.028	-0.146	0.059
Si	20.418	4.32	2.455	-0.094	-0.036	0.069
Si	17.777	6.872	2.558	-0.004	-0.146	0.095
Si	20.607	9.531	2.615	-0.027	-0.086	0.05
Si	17.883	12.292	2.757	-0.048	-0.105	0.111
Si	20.598	15.045	2.561	-0.072	-0.089	0.067
Si	23.237	1.379	2.483	-0.043	-0.015	0.072
Si	26.026	4.135	2.577	-0.019	0.042	0.045
Si	23.121	6.849	2.527	-0.023	0.005	0.052
Si	26.024	9.523	2.556	-0.009	0.027	0.041
Si	23.316	12.152	2.663	-0.034	-0.049	0.051
Si	25.985	14.937	2.502	0	0.026	0.043
Si	28.652	1.454	2.673	-0.014	0.093	0.057
Si	31.506	4.024	2.679	0.082	0.086	0.029
Si	28.672	6.744	2.641	0.032	0.096	0.018
Si	31.446	9.504	2.717	0.05	0.099	0.058
Si	28.656	12.192	2.561	0.004	0.075	0.038
Si	31.331	14.999	2.553	0.065	0.075	0.038
Si	34.017	1.291	2.802	0.055	0.068	0.019
Si	36.736	4.172	2.904	0.007	0.028	-0.01
Si	34.135	6.749	2.675	0.071	0.052	0.02
Si	36.816	9.588	2.727	0.016	0.012	-0.037
Si	34.038	12.3	2.702	0.043	0.079	0.021
Si	36.813	14.96	2.898	0.058	0.011	-0.006
Si	39.525	1.5	2.998	-0.021	0.001	-0.055
Si	42.14	4.16	2.895	-0.059	0.018	-0.134
Si	39.544	6.849	2.792	-0.008	-0.049	-0.063
Si	42.213	9.641	3.017	-0.038	-0.021	-0.106
Si	39.487	12.346	2.752	-0.031	0.001	-0.09
Si	42.107	14.994	2.938	-0.017	0.014	-0.088
Si	44.84	1.37	3.141	-0.028	0.007	-0.057
Si	47.659	3.989	3.2	-0.01	-0.017	-0.034
Si	44.903	6.798	3.033	-0.013	0.036	-0.122
Si	47.545	9.433	2.987	0.017	0.038	-0.078
Si	44.908	12.263	2.98	-0.057	0.006	-0.107
Si	47.564	14.923	3.1	-0.009	0.011	-0.062
Si	50.157	1.208	3.226	0.017	0.015	0.034
Si	52.672	4.116	3.052	0.042	0.073	0.072
Si	50.092	6.683	2.807	0.053	0.026	-0.066
Si	52.864	9.479	2.926	0.097	0.012	0.029
Si	50.321	12.183	3.121	0.041	0.05	0.025
Si	52.954	14.894	3.167	0.139	0.045	0.089
Si	55.556	1.451	3.071	0.111	0.037	0.087
Si	58.196	4.092	2.898	0.091	0.013	0.054
Si	55.391	6.815	2.956	0.1	0.048	0.105
Si	58.312	9.412	2.891	0.109	-0.037	0.07
Si	55.461	12.262	2.939	0.069	0.075	0.084
Si	58.11	14.919	2.864	0.11	0.028	0.067
Si	61.002	1.293	2.869	0.044	-0.019	0.081
Si	63.852	4.046	2.55	-0.036	-0.035	0.014
Si	60.995	6.776	2.675	0.074	0.025	0.022
Si	63.765	9.491	2.929	0.015	0.027	0
Si	60.882	12.242	2.695	0.008	-0.004	0.007
Si	63.724	14.887	2.677	0.011	0.016	0
Si	65.148	-0.057	3.995	-0.004	-0.007	0.007
Si	2.617	2.665	3.959	0.031	-0.023	-0.024
Si	65.232	5.357	3.952	-0.004	0.028	-0.017
Si	2.702	8.012	3.954	-0.039	0.013	0.007
Si	65.175	10.864	4.167	-0.013	0.019	0.024
Si	2.624	13.533	4.059	0.005	-0.008	0.001
Si	5.436	-0.039	4.08	-0.011	-0.008	0.034
Si	8.219	2.744	3.978	0.02	-0.005	-0.031
Si	5.399	5.385	3.943	0.001	0.012	-0.039
Si	8.197	8.171	4	0.01	-0.008	-0.003
Si	5.467	10.782	3.937	-0.034	0.035	-0.023
Si	8.204	13.604	3.909	-0.018	0.017	-0.009
Si	10.972	0.03	3.939	0.002	0.018	0.008
Si	13.67	2.729	3.878	-0.038	0.019	-0.037
Si	10.961	5.453	4.033	-0.042	0.009	0.006
Si	13.66	8.211	3.977	0.029	0.002	-0.012
Si	11.026	10.931	3.869	-0.01	0.008	-0.066
Si	13.777	13.67	3.91	0.032	-0.006	-0.003
Si	16.505	0.077	3.825	0.023	-0.002	0
Si	19.159	2.822	3.821	0.001	0.018	-0.019
Si	16.467	5.494	3.964	0.006	0.004	0.007
Si	19.174	8.19	3.933	-0.01	-0.016	-0.029
Si	16.458	10.939	4.047	0.018	0.006	-0.015
Si	19.244	13.707	3.989	0.029	-0.002	0.003
Si	21.928	0.067	3.934	0.015	-0.012	-0.009
Si	24.619	2.727	3.866	-0.014	-0.006	0.001
Si	21.82	5.506	3.927	0.004	-0.016	0.006
Si	24.576	8.179	3.883	-0.03	0.019	-0.072
Si	21.932	10.856	4.017	-0.01	0.009	0.028
Si	24.652	13.602	3.94	0.014	0.023	-0.031
Si	27.294	-0.001	3.934	-0.01	-0.019	-0.032
Si	30.06	2.739	4.04	0.013	-0.003	-0.022
Si	27.318	5.438	4.025	0.002	0.009	0.008
Si	30.027	8.134	4.005	-0.007	0.005	-0.008
Si	27.321	10.873	3.974	-0.026	0.004	0.002
Si	29.997	13.601	3.924	0.017	-0.019	-0.011
Si	32.641	-0.059	4.09	-0.015	-0.012	-0.005
Si	35.379	2.708	4.152	-0.001	0.022	-0.012
Si	32.773	5.43	4.074	-0.017	-0.023	-0.014
Si	35.465	8.163	4.057	-0.001	-0.01	-0.032
Si	32.739	10.901	4.083	0.014	-0.007	-0.007
Si	35.4	13.587	4.156	-0.016	-0.009	-0.016
Si	38.141	0.046	4.243	0.017	-0.037	-0.032
Si	40.849	2.83	4.344	0.009	0.002	0.017
Si	38.149	5.525	4.202	0.043	-0.004	-0.03
Si	40.825	8.199	4.252	-0.005	-0.019	-0.031
Si	38.135	10.944	4.124	0.02	0.02	-0.022
Si	40.778	13.617	4.264	0.035	-0.009	-0.006
Si	43.456	-0.018	4.384	-0.016	-0.02	-0.041
Si	46.204	2.694	4.488	0.023	-0.039	-0.018
Si	43.491	5.46	4.324	0.013	-0.038	-0.01
Si	46.211	8.152	4.408	-0.001	0.014	0.005
Si	43.558	10.947	4.377	0.022	-0.026	-0.002
Si	46.201	13.575	4.412	-0.022	-0.022	-0.003
Si	48.822	-0.088	4.558	0.02	-0.012	0.027
Si	51.496	2.677	4.465	0.01	0.028	-0.035
Si	48.927	5.451	4.444	-0.005	0.012	-0.008
Si	51.481	8.081	4.224	-0.029	-0.035	-0.058
Si	48.894	10.804	4.368	-0.033	0.021	-0.023
Si	51.608	13.541	4.505	-0.017	0.016	-0.009
Si	54.276	0.022	4.43	-0.006	-0.038	-0.02
Si	56.956	2.757	4.367	-0.015	0.014	0.021
Si	54.115	5.448	4.363	0.005	0.003	-0.042
Si	56.909	8.103	4.255	-0.029	0	-0.023
Si	54.191	10.847	4.319	0.006	0.048	-0.014
Si	56.876	13.557	4.304	0.014	0.024	0.006
Si	59.601	-0.064	4.184	-0.017	0.01	-0.011
Si	62.478	2.715	4.035	0.006	0.017	-0.018
Si	59.672	5.443	4.135	0.032	0.008	-0.009
Si	62.351	8.089	4.133	-0.014	-0.001	0.003
Si	59.669	10.843	4.171	0.004	-0.003	-0.012
Si	62.341	13.556	4.058	-0.013	0.012	0
Si	1.399	15.004	16.21	-0.012	-0.003	0.022
Si	4.113	1.382	16.154	0.017	0.012	-0.001
Si	1.405	4.113	16.143	0.015	-0.017	-0.006
Si	4.098	6.845	16.129	0.002	0.004	0.012
Si	1.425	9.588	16.163	0.021	0.003	0.013
Si	4.142	12.272	16.162	0.009	0.003	0
Si	6.853	14.99	16.123	0.014	-0.009	0
Si	9.535	1.378	16.11	-0.002	0.001	0.008
Si	6.801	4.109	16.112	0.007	0.002	-0.006
Si	9.513	6.792	16.146	0	0.001	0.022
Si	6.816	9.542	16.198	-0.007	0.036	0.032
Si	9.555	12.233	16.144	-0.009	0.004	0.002
Si	12.276	14.901	16.102	0.006	-0.011	0.001
Si	15.006	1.354	16.096	-0.006	-0.004	-0.002
Si	12.27	4.068	16.117	-0.006	0	0.007
Si	14.981	6.771	16.164	0.003	-0.012	0.02
Si	12.282	9.486	16.115	-0.015	0.008	-0.003
Si	15.005	12.196	16.118	-0.001	0.007	0.006
Si	17.747	14.899	16.135	-0.017	0.007	0.005
Si	20.434	1.278	16.105	-0.011	0.001	0.005
Si	17.683	4.041	16.088	-0.012	-0.011	0.001
Si	20.437	6.776	16.091	-0.009	0.005	0.002
Si	17.724	9.452	16.129	0.008	-0.008	0.014
Si	20.445	12.204	16.176	0.002	0.019	0.016
Si	23.157	14.933	16.182	-0.04	0.017	0.006
Si	25.884	1.292	16.192	-0.024	0.027	0.004
Si	23.169	4.042	16.1	-0.016	-0.009	0.008
Si	25.924	6.826	16.205	0.014	0.019	0.007
Si	23.196	9.509	16.184	0.008	-0.01	0.013
Si	25.919	12.194	16.243	-0.012	0.014	-0.005
Si	28.603	14.896	16.319	-0.019	0.011	0.017
Si	31.315	1.349	16.351	0.001	0.034	0.003
Si	28.584	4.047	16.246	-0.001	0.002	0.007
Si	31.315	6.8	16.304	0.005	0.023	0.005
Si	28.578	9.526	16.331	-0.012	0.043	0.034
Si	31.283	12.2	16.415	0.03	-0.012	0.013
Si	34.003	14.947	16.439	-0.017	-0.007	0.007
Si	36.713	1.323	16.498	0.003	0.007	0.027
Si	33.995	4.056	16.4	-0.02	0.003	0
Si	36.736	6.784	16.413	-0.005	0.007	-0.003
Si	33.974	9.515	16.391	0.001	-0.011	-0.009
Si	36.668	12.262	16.422	-0.01	0.036	-0.002
Si	39.404	14.961	16.57	0.011	-0.018	-0.001
Si	42.095	1.34	16.614	0.016	0.002	0.02
Si	39.42	4.022	16.553	-0.01	0.026	0.016
Si	42.129	6.748	16.578	-0.007	0.012	0.004
Si	39.421	9.487	16.456	-0.007	0.009	-0.002
Si	42.083	12.242	16.568	0.004	0.02	-0.005
Si	44.776	14.938	16.644	-0.001	0.012	0.017
Si	47.452	1.345	16.634	-0.023	0.003	0.021
Si	44.778	4.029	16.668	-0.015	0.015	0.019
Si	47.513	6.798	16.603	-0.005	0.002	0.014
Si	44.785	9.475	16.602	-0.006	0.013	0.005
Si	47.478	12.227	16.632	0.006	-0.018	0.013
Si	50.245	14.974	16.605	0.01	0.005	0.018
Si	53.005	1.4	16.556	0	-0.006	-0.003
Si	50.279	4.099	16.569	0.014	-0.01	0.001
Si	53.01	6.824	16.593	0.02	-0.014	0.018
Si	50.233	9.543	16.606	0.016	0.002	0.015
Si	52.998	12.288	16.611	0.004	-0.014	0.019
Si	55.734	15.013	16.541	0.011	-0.019	0.018
Si	58.445	1.397	16.468	0.015	-0.024	0.007
Si	55.75	4.141	16.547	0.024	0.002	0.009
Si	58.472	6.867	16.45	0.016	-0.041	0.021
Si	55.72	9.583	16.54	0.004	0.018	-0.001
Si	58.457	12.256	16.456	0.018	-0.043	0.004
Si	61.208	15.001	16.344	0.012	-0.01	0.007
Si	63.96	1.374	16.215	-0.003	-0.006	-0.006
Si	61.179	4.117	16.308	0.017	-0.014	-0.005
Si	63.91	6.863	16.216	0.002	-0.03	0.013
Si	61.194	9.579	16.382	0.038	-0.053	0.005
Si	63.966	12.314	16.272	0.007	-0.013	0.01
Si	2.755	0.064	17.546	-0.002	0.027	0.027
Si	5.474	2.752	17.49	-0.013	-0.008	0.02
Si	2.775	5.467	17.485	-0.04	0.001	-0.006
Si	5.333	8.267	17.538	-0.035	-0.03	0.005
Si	2.776	10.955	17.546	0.01	-0.031	-0.014
Si	5.536	13.62	17.487	0.007	-0.009	-0.005
Si	8.178	0.049	17.492	0.002	0.008	0.029
Si	10.84	2.781	17.462	-0.004	0.018	0.028
Si	8.069	5.498	17.505	0.006	-0.035	0.04
Si	10.934	8.115	17.468	-0.002	0.029	-0.002
Si	8.233	10.876	17.545	-0.007	-0.005	0.041
Si	10.94	13.549	17.512	0.016	-0.012	0.036
Si	13.627	-0.019	17.393	0.009	0	-0.002
Si	16.365	2.679	17.493	0.004	0.015	-0.001
Si	13.647	5.361	17.52	0.016	0.003	0.006
Si	16.386	8.093	17.522	-0.008	-0.027	0.034
Si	13.645	10.833	17.472	0.018	-0.004	0.006
Si	16.393	13.518	17.476	0.004	0.002	0.03
Si	19.106	-0.081	17.509	0.02	-0.012	0.03
Si	21.854	2.596	17.4	0.03	-0.003	0.007
Si	19.039	5.415	17.394	-0.006	0.016	0.006
Si	21.8	8.118	17.457	0.006	-0.009	-0.004
Si	19.073	10.799	17.492	-0.01	0.008	0.006
Si	21.809	13.568	17.537	0.001	-0.007	0.014
Si	24.531	-0.06	17.56	0.002	-0.006	0.026
Si	27.225	2.642	17.554	0.005	-0.035	0.029
Si	24.493	5.459	17.425	-0.017	-0.017	-0.01
Si	27.252	8.139	17.684	-0.024	-0.025	0.032
Si	24.601	10.801	17.587	0.016	-0.03	0.04
Si	27.261	13.498	17.677	0.022	-0.037	0.001
Si	29.966	-0.048	17.661	-0.003	-0.02	0.012
Si	32.662	2.682	17.772	0.027	0.009	0.036
Si	29.967	5.397	17.585	-0.001	-0.045	-0.021
Si	32.611	8.156	17.737	-0.021	-0.005	0.041
Si	29.904	10.843	17.787	0	-0.008	0.011
Si	32.647	13.567	17.777	-0.003	0.004	0.002
Si	35.375	-0.058	17.851	0.002	-0.024	0.033
Si	38.061	2.651	17.912	0.011	-0.03	0.012
Si	35.373	5.424	17.729	-0.012	0.011	0.007
Si	38.084	8.127	17.797	0.03	-0.01	0.042
Si	35.308	10.897	17.743	-0.016	-0.017	0.026
Si	38.008	13.569	17.845	-0.031	0.047	0.034
Si	40.749	-0.003	17.993	-0.009	-0.023	0.037
Si	43.438	2.626	18.068	0.028	0.003	0.029
Si	40.822	5.336	17.923	-0.003	-0.026	0.023
Si	43.455	8.098	17.99	0.007	-0.037	0.021
Si	40.798	10.768	17.858	0.026	-0.013	-0.004
Si	43.361	13.623	17.998	-0.023	-0.017	0.014
Si	46.072	-0.005	18.057	-0.007	0.031	-0.01
Si	48.873	2.74	17.868	0.004	0.003	-0.001
Si	46.131	5.457	17.966	0.004	0.004	0.035
Si	48.874	8.16	17.961	0.006	0.019	0.007
Si	46.1	10.836	17.979	-0.012	-0.014	0.035
Si	48.802	13.661	17.949	-0.014	0.023	0.004
Si	51.669	0.014	17.915	0.008	-0.006	0.031
Si	54.356	2.794	17.9	0.01	-0.015	-0.002
Si	51.614	5.48	17.953	-0.031	0.003	-0.003
Si	54.379	8.224	17.921	0.011	-0.009	0.034
Si	51.573	10.948	17.942	0.007	-0.007	-0.002
Si	54.392	13.672	17.95	-0.033	0.011	0.003
Si	57.07	0.086	17.898	0.017	0.009	0.009
Si	59.854	2.785	17.737	-0.018	0.029	0.01
Si	57.128	5.549	17.87	-0.026	0.017	0.021
Si	59.818	8.256	17.797	0.004	0.05	0.047
Si	57.094	10.942	17.896	-0.003	0.016	-0.004
Si	59.833	13.666	17.724	-0.006	0.041	0.015
Si	62.615	0.063	17.63	0.012	0.022	0.017
Si	65.377	2.724	17.496	0.032	-0.021	-0.009
Si	62.532	5.528	17.586	-0.021	-0.001	0.023
Si	65.339	8.23	17.478	-0.007	0.01	0.022
Si	62.612	10.977	17.645	0.013	0.053	0.032
Si	65.346	13.677	17.627	-0.022	-0.012	0.008
Si	1.429	1.435	18.969	-0.032	0.017	-0.052
Si	4.074	4.059	18.849	0.027	-0.065	0.007
Si	1.436	6.88	18.786	0.083	-0.061	-0.029
Si	3.987	9.603	19.025	-0.016	0.028	0.049
Si	1.519	12.353	18.938	0.032	0.006	-0.051
Si	4.199	-1.294	18.799	0.059	-0.024	0.001
Si	6.843	1.448	18.878	0.134	0.005	0.032
Si	9.422	4.129	18.852	0.074	-0.03	-0.017
Si	6.616	6.854	18.842	0.075	0.01	-0.023
Si	9.624	9.46	18.867	0.074	0.009	0.006
Si	6.856	12.255	18.89	0.052	-0.035	0.017
Si	9.568	-1.334	18.783	0.1	-0.003	-0.018
Si	12.241	1.363	18.697	0.04	-0.015	-0.046
Si	15.04	4.017	18.912	-0.011	0.058	-0.019
Si	12.225	6.695	18.833	0.001	-0.017	-0.028
Si	15.016	9.494	18.838	0.012	0.061	-0.033
Si	12.271	12.107	18.889	0	-0.004	0.005
Si	14.999	-1.384	18.726	-0.019	0.076	-0.076
Si	17.721	1.286	18.826	-0.063	0.025	-0.018
Si	20.437	3.987	18.574	-0.086	0.076	0.004
Si	17.711	6.665	18.895	-0.049	0.061	-0.043
Si	20.428	9.42	18.827	-0.122	0.075	0.028
Si	17.704	12.109	18.88	-0.099	0.078	-0.028
Si	20.449	14.901	18.934	-0.053	0.085	-0.012
Si	23.175	1.317	18.89	-0.113	0.111	0.037
Si	25.801	4.074	18.73	-0.069	0.013	0.06
Si	23.154	6.787	18.815	-0.042	0.072	0.054
Si	25.884	9.46	19.098	-0.076	0.068	0.084
Si	23.216	12.197	18.835	-0.069	0.11	0.053
Si	25.858	14.868	18.936	-0.105	0.062	0.086
Si	28.574	1.293	18.962	-0.038	-0.007	0.079
Si	31.258	4.093	19.031	-0.041	-0.04	0.08
Si	28.697	6.755	18.967	-0.038	0.033	0.101
Si	31.222	9.44	19.168	-0.057	-0.064	0.048
Si	28.577	12.214	19.199	-0.071	-0.002	0.118
Si	31.315	-1.348	19.101	-0.027	-0.002	0.058
Si	34.061	1.36	19.178	-0.038	-0.024	-0.04
Si	36.711	4.11	19.146	-0.011	-0.01	-0.066
Si	34.041	6.825	19.036	0.003	-0.02	-0.013
Si	36.694	9.547	19.051	-0.035	0.007	-0.119
Si	33.972	12.205	19.176	-0.016	-0.054	0.001
Si	36.703	-1.411	19.3	-0.038	-0.017	-0.062
Si	39.373	1.304	19.388	-0.04	0.025	-0.108
Si	42.084	3.968	19.437	-0.007	0.077	-0.13
Si	39.497	6.786	19.158	-0.025	0.059	-0.165
Si	42.103	9.445	19.356	-0.009	0.077	-0.114
Si	39.373	12.115	19.077	-0.022	0.001	-0.145
Si	42.061	-1.311	19.465	0.076	0.079	-0.095
Si	44.692	1.241	19.56	-0.027	0.057	-0.072
Si	47.535	4.094	19.236	0.123	0.017	-0.075
Si	44.758	6.732	19.421	0.049	0.054	-0.088
Si	47.465	9.453	19.329	0.035	0.057	-0.061
Si	44.636	12.153	19.294	0.022	0.059	-0.116
Si	47.419	-1.37	19.395	0.108	0.024	-0.057
Si	50.204	1.335	19.171	0.048	0.003	-0.034
Si	53.015	4.151	19.286	0.09	-0.055	0.018
Si	50.216	6.799	19.339	0.077	-0.011	-0.03
Si	52.927	9.538	19.247	0.058	-0.064	-0.036
Si	50.181	12.345	19.271	0.123	-0.025	-0.043
Si	53.066	-1.27	19.346	0.044	-0.012	-0.015
Si	55.696	1.472	19.301	0.05	-0.107	-0.02
Si	58.542	4.165	19.146	-0.012	-0.09	-0.033
Si	55.828	6.947	19.308	0.052	-0.062	-0.041
Si	58.442	9.572	19.262	-0.014	-0.16	0.003
Si	55.793	12.342	19.305	0.047	-0.056	0.011
Si	58.501	-1.306	19.153	-0.038	-0.11	-0.053
Si	61.282	1.424	19.012	-0.061	-0.069	-0.043
Si	63.996	4.12	18.728	-0.033	-0.064	-0.057
Si	61.25	6.893	19.057	0.001	-0.136	-0.059
Si	64.121	9.657	18.875	0.022	-0.062	-0.037
Si	61.252	12.342	19.027	-0.014	-0.081	-0.048
Si	64.022	-1.238	18.985	-0.012	-0.056	-0.025
Si	65.387	0.065	20.374	-0.004	-0.025	0.088
Si	2.81	2.787	20.365	0.047	-0.017	0.078
Si	65.376	5.459	20.006	0.003	-0.074	-0.002
Si	2.421	8.301	20.348	-0.035	0.004	0.099
Si	65.429	11.054	20.289	-0.091	-0.03	0.152
Si	2.94	13.695	20.236	0.027	-0.057	0.073
Si	5.497	0.083	20.182	0.068	-0.018	0.063
Si	8.104	2.817	20.334	0.102	0.006	0.091
Si	5.232	5.495	20.227	0.076	0.047	0.142
Si	8.059	8.2	20.089	0.074	-0.003	0.03
Si	5.47	10.937	20.342	0.088	0.02	0.076
Si	8.326	13.616	20.179	0.088	-0.056	0.023
Si	10.875	0.092	20.095	0.064	0.047	0.06
Si	13.578	2.646	20.116	0.005	0.024	0.047
Si	10.743	5.498	20.231	0.024	0.047	0.078
Si	13.76	7.947	20.058	0.083	-0.02	0.01
Si	11.079	10.637	20.367	0.15	-0.066	0.029
Si	13.617	13.613	20.069	0.01	0.035	0.019
Si	16.323	-0.062	20.158	-0.048	0.062	0.04
Si	19.196	2.659	20.003	-0.077	0.079	0.024
Si	16.443	5.251	20.388	-0.018	0.03	-0.002
Si	19.046	8.109	20.211	-0.066	0.086	0.049
Si	16.279	10.853	20.319	-0.065	0.066	0.056
Si	19.046	13.477	20.23	-0.027	0.092	0.038
Si	21.886	-0.089	20.301	-0.072	0.038	0.085
Si	24.428	2.869	20.169	-0.169	0.099	0.124
Si	21.692	5.374	19.921	-0.107	0.108	0.068
Si	24.357	8.081	20.375	-0.056	0.13	0.119
Si	21.798	10.824	20.081	-0.056	0.071	0.067
Si	24.567	13.469	20.32	-0.059	0.024	0.133
Si	27.16	-0.075	20.29	-0.033	0.011	0.173
Si	29.879	2.686	20.348	-0.025	-0.034	0.081
Si	27.184	5.374	20.048	-0.032	0.003	0.123
Si	30.017	7.922	20.593	0.063	-0.036	0.118
Si	27.316	10.735	20.61	-0.06	-0.023	0.133
Si	29.909	13.71	20.521	-0.069	-0.04	0.153
Si	32.714	-0.048	20.507	0.002	-0.093	0.036
Si	35.427	2.77	20.54	-0.093	-0.056	0.047
Si	32.711	5.431	20.338	-0.042	-0.078	0.103
Si	35.32	8.262	20.388	-0.103	-0.034	0.028
Si	32.515	10.877	20.502	-0.026	-0.032	0.105
Si	35.385	13.443	20.618	0.001	-0.061	-0.02
Si	38.061	-0.092	20.765	0.02	-0.05	-0.006
Si	40.627	2.69	20.83	-0.048	0.073	-0.063
Si	38.08	5.487	20.428	-0.014	-0.012	-0.037
Si	40.816	8.017	20.68	-0.005	0.004	-0.027
Si	38.116	10.739	20.452	-0.027	-0.01	-0.008
Si	40.599	13.472	20.458	-0.027	0.057	-0.133
Si	43.273	-0.003	21.173	0.028	0.069	-0.071
Si	46.266	2.672	20.575	0.029	0.068	-0.043
Si	43.501	5.264	20.818	0.05	0.053	-0.063
Si	46.14	8.101	20.782	0.06	0.076	-0.028
Si	43.374	10.797	20.793	0.025	0.047	-0.038
Si	45.918	13.568	20.615	0.039	0.121	-0.046
Si	48.9	0.005	20.642	0.101	0.009	0.026
Si	51.565	2.717	20.472	0.084	-0.032	0.006
Si	48.835	5.447	20.688	0.044	0.046	0.034
Si	51.567	8.165	20.692	0.099	-0.042	0.002
Si	48.785	10.956	20.561	0.036	0.02	-0.032
Si	51.588	13.717	20.614	0.088	0.01	0.029
Si	54.392	0.128	20.807	0.02	-0.107	0.034
Si	57.132	2.879	20.542	-0.004	-0.048	0.022
Si	54.407	5.577	20.596	0.046	-0.069	0.002
Si	57.208	8.239	20.86	-0.032	-0.108	0.082
Si	54.362	10.911	20.513	0.07	-0.088	0.046
Si	57.184	13.72	20.69	0.028	-0.077	0.022
Si	59.931	0.089	20.397	-0.001	-0.054	0.037
Si	62.74	2.812	20.178	-0.047	-0.103	0.058
Si	59.909	5.519	20.504	-0.022	-0.065	0.015
Si	62.792	8.282	20.186	-0.029	-0.115	-0.025
Si	59.874	10.991	20.422	-0.054	-0.051	-0.006
Si	62.61	13.798	20.316	-0.077	-0.033	0.015
Si	1.794	-1.105	21.533	-0.128	0.007	-0.689
Si	3.976	1.154	21.641	0.094	0.197	-0.735
Si	66.423	4.019	21.51	0.311	0.141	-0.695
Si	3.903	6.997	21.605	-0.29	-0.131	-0.569
Si	66.099	9.572	22.019	0.08	0.104	-0.801
Si	4.565	12.688	21.636	-0.324	-0.3	-0.621
Si	6.812	-1.405	21.409	0.275	0.144	-0.697
Si	9.831	1.669	21.525	-0.24	-0.073	-0.805
Si	6.858	4.473	21.563	0.004	-0.282	-0.768
Si	9.074	6.69	21.507	0.248	-0.002	-0.68
Si	7.196	9.842	21.517	-0.381	-0.205	-0.799
Si	9.514	11.989	21.46	0.258	0.246	-0.778
Si	12.442	-1.124	21.316	-0.138	-0.039	-0.807
Si	14.675	1.031	21.44	0.176	0.227	-0.765
Si	11.998	3.878	21.333	0.027	-0.007	-0.715
Si	15.294	6.947	21.547	-0.068	-0.342	-0.709
Si	12.571	9.053	21.653	-0.32	0.261	-0.691
Si	15.111	12.585	21.522	-0.068	-0.288	-0.685
Si	17.45	14.664	21.45	0.06	0.072	-0.709
Si	20.733	1.612	21.397	-0.058	-0.262	-0.761
Si	18.203	4.109	21.537	-0.327	-0.148	-0.697
Si	20.23	6.475	21.357	0.06	0.171	-0.708
Si	17.466	9.231	21.552	0.104	0.166	-0.751
Si	20.692	12.346	21.454	-0.281	-0.211	-0.703
Si	22.964	14.583	21.626	0.312	0.364	-0.632
Si	25.947	1.612	21.347	-0.083	-0.115	-0.711
Si	22.739	4.023	21.463	0.377	0.21	-0.678
Si	26.015	6.814	21.426	-0.265	-0.165	-0.702
Si	23.167	9.775	21.642	-0.197	-0.375	-0.741
Si	25.571	11.856	21.744	0.365	0.23	-0.759
Si	28.464	-1.277	21.875	0.017	0.058	-0.713
Si	31.477	1.551	21.665	-0.271	-0.23	-0.612
Si	28.158	3.828	21.469	0.23	0.095	-0.638
Si	31.814	6.881	21.929	-0.423	-0.31	-0.681
Si	28.359	8.908	21.905	0.284	0.458	-0.643
Si	31.43	12.5	21.865	-0.428	-0.37	-0.603
Si	33.811	14.639	21.855	0.394	0.416	-0.619
Si	36.654	1.372	21.945	0.226	0.105	-0.729
Si	33.709	3.835	21.705	0.374	0.273	-0.738
Si	36.881	7.066	21.594	0.013	0.032	-0.703
Si	33.763	9.375	21.758	0.2	0.196	-0.755
Si	36.956	12.139	21.867	-0.305	-0.083	-0.622
Si	39.087	14.409	21.926	0.032	0.324	-0.732
Si	41.696	1.434	22.508	0.178	-0.197	-0.803
Si	39.493	4.43	21.947	-0.181	-0.277	-0.768
Si	41.931	6.448	22.076	0.23	0.25	-0.639
Si	39.143	9.137	21.836	0.145	0.065	-0.824
Si	41.969	12.347	21.915	-0.001	-0.432	-0.645
Si	44.362	14.421	22.203	0.212	0.518	-0.618
Si	47.897	1.681	21.904	-0.055	-0.153	-0.784
Si	45.215	4.119	22.008	-0.272	-0.055	-0.685
Si	47.256	6.505	22.109	0.246	0.184	-0.703
Si	45.096	9.76	22.067	-0.232	-0.176	-0.715
Si	47.178	12.092	21.833	0.177	0.026	-0.717
Si	50.483	-1.053	22.007	-0.092	-0.184	-0.751
Si	52.617	1.255	21.942	0.274	-0.025	-0.704
Si	50.102	3.872	21.85	0.031	0.198	-0.745
Si	53.237	7.081	21.979	-0.197	-0.116	-0.73
Si	50.37	9.841	21.824	-0.214	-0.358	-0.569
Si	52.727	12.033	21.73	0.2	0.249	-0.72
Si	56.162	-0.917	22.064	-0.252	-0.202	-0.684
Si	58.42	1.3	21.674	-0.017	0.095	-0.684
Si	55.987	4.447	21.906	-0.036	-0.13	-0.709
Si	58.436	6.473	22.111	0.075	0.334	-0.682
Si	55.4	9.388	21.975	0.293	0.02	-0.782
Si	58.887	12.559	21.882	-0.285	-0.095	-0.709
Si	61.072	-1.475	21.72	0.106	0.173	-0.766
Si	64.254	1.729	21.592	-0.2	-0.278	-0.725
Si	61.741	4.44	21.483	-0.348	-0.191	-0.692
Si	63.985	6.684	21.377	0.201	0.214	-0.538
Si	61.555	9.756	21.43	-0.232	-0.155	-0.556
Si	63.735	12.138	21.436	0.268	0.43	-0.619
Si	66.644	7.147	26.178	0.066	-0.083	-0.13
Si	10.237	2.738	26.869	0.056	-0.038	-0.072
Si	65.355	5.685	23.718	0.069	0.093	-0.088
Si	3.329	11.704	26.857	-0.03	0.094	0.11
Si	6.475	13.817	26.549	0.034	-0.181	-0.131
Si	7.616	13.5	31.007	-0.002	0.065	-0.115
Si	5.079	12.055	30.658	-0.139	-0.011	0.136
Si	8.611	-0.241	23.684	0.075	0.078	-0.187
Si	5.385	2.922	23.884	-0.047	-0.056	-0.127
Si	12.072	9.759	25.676	0.099	-0.132	0.05
Si	6.937	8.015	26.035	-0.05	0.109	0.059
Si	7.223	11.076	25.789	0.027	0.082	-0.01
Si	10.734	13.799	23.596	-0.004	0.091	-0.138
Si	13.953	5.164	23.499	0.064	-0.01	0.008
Si	18.455	7.879	26.644	0.191	-0.092	-0.04
Si	22.373	7.93	28.529	0.016	0.021	-0.063
Si	15.198	10.434	28.394	-0.078	0.157	-0.071
Si	16.353	11.421	25.574	-0.106	0.065	-0.031
Si	17.775	-0.504	24.23	0.058	0.014	-0.104
Si	22.761	-0.648	24.47	0.044	-0.039	-0.018
Si	22.2	6.272	23.568	-0.1	-0.182	-0.178
Si	26.73	7.549	26.158	-0.024	-0.054	0.021
Si	18.973	2.164	23.742	-0.007	0.117	-0.143
Si	24.74	0.087	26.424	-0.048	0.027	0.027
Si	25.569	1.16	30.256	0.012	0.109	0.064
Si	20.075	3.034	26.428	0.014	-0.016	-0.07
Si	25.335	3.941	25.314	0.062	-0.16	-0.062
Si	24.911	6.607	24.122	-0.008	-0.097	-0.073
Si	35.624	-1.93	27.833	0.071	0.058	0.051
Si	24.486	1.5	23.998	0.012	0.005	-0.029
Si	33.144	11.463	31.135	-0.06	-0.073	-0.019
Si	21.463	12.121	26.457	0.186	0.026	-0.006
Si	28.378	3.797	24.331	-0.04	0.07	-0.009
Si	29.192	5.909	26.193	0.004	0.104	-0.001
Si	29.16	8.659	25.039	-0.026	-0.23	-0.024
Si	27.337	10.54	28.147	0.055	-0.091	-0.067
Si	35.975	5.891	24.277	-0.12	-0.083	0.037
Si	37.636	3.383	24.182	-0.053	0.017	-0.101
Si	33.173	5.432	24.232	-0.156	0.105	-0.148
Si	44.765	0.988	26.336	-0.056	0.06	-0.019
Si	29.09	11.386	25.71	-0.014	-0.037	-0.098
Si	40.782	10.609	24.085	0.027	0.14	-0.092
Si	38.091	7.156	26.193	0.102	-0.038	0.017
Si	43.691	3.106	24.368	-0.024	-0.066	-0.032
Si	42.245	11.964	30.653	-0.102	-0.076	0.045
Si	48.985	9.004	26.831	-0.015	-0.066	0.043
Si	44.09	8.125	26.929	-0.068	-0.026	-0.005
Si	42.682	6.058	24.971	-0.037	0.118	0.006
Si	49.074	13.351	28.406	0.039	-0.04	0.075
Si	52.326	-0.063	26.951	0.041	0.084	-0.22
Si	40.035	2.919	28.657	0.028	0.062	0.049
Si	51.414	5.688	24.057	0.071	0.015	-0.11
Si	43.746	10.078	24.632	0.062	0.068	0.102
Si	48.827	13.536	24.032	-0.031	-0.001	-0.011
Si	55.063	-0.936	27.424	0.068	0.123	0.034
Si	61.667	-0.112	28.56	0.013	-0.123	0.07
Si	52.765	4.304	26.43	0.061	0.006	-0.1
Si	59.773	10.615	26.437	0.011	-0.155	-0.065
Si	55.562	10.57	24.888	-0.02	-0.017	-0.104
Si	56.679	-1.342	24.985	-0.158	0.042	-0.125
Si	59.067	2.643	24.29	0.051	-0.058	0.026
Si	64.909	3.174	28.834	0.098	0.032	0.134
Si	58.093	12.367	24.838	-0.022	-0.069	-0.146
Si	59.889	5.671	24.716	0.002	0.137	-0.044
Si	61.434	9.537	24.353	0.011	0.01	-0.106
Si	65.788	-1.691	24.112	0.009	-0.121	0.082
Si	62.113	9.199	26.951	-0.031	-0.003	-0.059
Si	62.716	-1.042	24.352	0.019	-0.018	0
Si	58.119	6.358	27.237	0.028	-0.007	-0.025
Si	5.705	8.372	23.494	-0.074	0.014	-0.024
Si	66.479	0.861	25.527	-0.112	0.014	0.009
Si	64.575	8.352	28.05	0.026	-0.21	0.043
Si	64.562	12.626	28.484	-0.033	0.175	0.051
Si	3.823	0.542	29.719	0.067	-0.054	0.132
Si	6.609	4.571	29.768	0.05	-0.119	0.114
Si	62.065	6.946	28.7	0.177	0.032	-0.016
Si	58.094	13.8	30.494	0.012	0.141	0.333
Si	65.947	12.06	25.976	-0.106	0.076	-0.163
Si	9.774	11.241	27.023	-0.061	0.035	-0.082
Si	13.718	3.147	30.917	-0.122	0.062	0.097
Si	9.435	4.982	28.475	0.031	0.083	-0.088
Si	12.933	3.769	25.657	0.003	-0.151	-0.05
Si	5.262	12.463	24.498	-0.13	0.159	-0.235
Si	11.121	7.381	28.701	-0.098	-0.026	-0.036
Si	11.156	11.247	31.569	0.018	-0.011	-0.16
Si	16.175	6.209	27.98	-0.121	-0.136	0.028
Si	21.001	5.968	26.514	-0.027	0.099	-0.092
Si	13.812	7.858	27.583	-0.096	0.06	-0.229
Si	12.537	14.09	25.917	0.039	0.055	0.024
Si	16.647	11.207	31.023	-0.112	-0.031	0.131
Si	20.153	-1.543	25.841	0.127	0.092	-0.053
Si	14.877	2.551	24.072	-0.105	0.017	-0.021
Si	14.099	10.85	23.706	-0.046	0.015	-0.084
Si	21.29	10.685	23.899	0.085	0.065	-0.178
Si	20.054	9.943	28.294	-0.001	-0.006	0.093
Si	27.16	13.006	23.964	-0.009	0.037	0.069
Si	22.307	3.4	30.114	0.069	0.079	-0.03
Si	29.613	0.912	23.929	-0.007	0.01	-0.081
Si	19.468	2.371	29.952	-0.022	0.032	0.184
Si	25.706	12.581	28.902	-0.031	0.11	0.077
Si	18.535	9.779	24.47	-0.022	-0.01	-0.09
Si	29.514	-1.77	28.235	-0.111	0.003	0.08
Si	26.713	14.251	26.758	0.039	0.082	-0.085
Si	37.479	-0.695	25.917	0.007	-0.101	-0.046
Si	22.674	0.494	30.455	-0.099	-0.043	0.045
Si	36.762	7.129	30.121	-0.115	0.12	0.052
Si	28.365	0.041	30.387	0.022	-0.019	0.052
Si	31.319	13.083	24.863	0.061	-0.135	-0.25
Si	30.464	12.263	30.244	0.121	0.11	0.092
Si	42.573	-1.334	26.312	0.034	-0.016	0.073
Si	35.034	9.763	26.868	0.058	0.02	-0.096
Si	33.971	7.39	28.622	0.063	-0.045	0.158
Si	35.405	10.716	24.103	0.078	-0.109	0.011
Si	31.079	-0.588	25.903	0.032	0	-0.102
Si	49.957	1.364	26.188	-0.024	-0.035	-0.138
Si	40.447	5.498	27.019	0.032	-0.013	0.015
Si	37.794	2.123	26.924	-0.053	0.011	-0.032
Si	50.094	10.684	24.575	-0.035	-0.091	-0.068
Si	39.747	9.563	26.544	-0.166	0.005	0.04
Si	46.402	8.822	28.552	0.062	-0.018	-0.048
Si	40.227	-0.538	24.369	-0.114	0.085	-0.061
Si	44.194	-0.603	30.453	0.016	0.06	0.189
Si	47.312	1.317	24.875	0.147	0.161	0.012
Si	48.744	6.678	24.785	-0.018	-0.026	-0.022
Si	52.786	11.876	24.696	-0.005	-0.025	-0.037
Si	53.187	11.446	28.822	-0.026	-0.137	0.222
Si	48.431	3.789	26.124	-0.017	0.011	0.044
Si	54.226	2.84	24.022	-0.054	0.055	-0.06
Si	52.709	2.276	28.623	0	0.111	-0.028
Si	51.705	13.27	26.967	-0.084	-0.08	-0.038
Si	51.572	8.901	28.671	-0.028	-0.037	0.017
Si	56.469	1.618	25.25	0.012	-0.102	0.064
Si	59.133	0.244	31.36	-0.031	0.009	0.008
Si	62.505	4.335	24.282	-0.027	0.148	-0.027
Si	58.047	8.974	28.594	0.072	-0.066	0.069
Si	64.069	10.925	23.878	0.133	-0.121	-0.252
Si	61.991	3.93	28.394	-0.001	0.004	0.072
Si	63.581	1.639	24.669	0.102	0.065	-0.14
Si	60.123	1.962	26.973	0	-0.019	0.028
Si	3.51	2.925	26.139	-0.008	0.071	0.002
Si	2.92	8.461	23.928	-0.011	-0.244	-0.137
Si	3.937	9.66	29.211	0.019	0.084	-0.041
Si	60.757	13.509	29.23	0.196	0.088	0.046
Si	62.316	13.972	26.929	-0.017	0.112	-0.034
Si	7.671	1.704	25.772	-0.027	0.039	-0.018
Si	5.795	1.975	28.08	-0.008	0.028	-0.005
Si	2.118	4.946	28.228	-0.026	-0.114	-0.041
Si	7.786	8.44	31.121	0.018	-0.091	0.131
Si	66.488	8.681	30.474	0.085	-0.133	0.107
Si	10.757	7.781	23.732	0.103	-0.021	-0.099
Si	4.212	14.05	28.461	-0.167	0.06	-0.024
Si	13.583	12.838	28.551	0.072	0.034	0.086
Si	63.458	1.243	30.544	0.084	0.03	0.009
Si	5.947	7.303	28.864	-0.004	0.152	0.063
Si	15.653	5.56	30.906	0.03	-0.076	0.169
Si	11.106	-0.202	27.725	-0.014	-0.043	0.026
Si	12.707	13.803	31.256	0.196	0.02	-0.056
Si	8.911	14.034	28.107	-0.085	-0.13	0.041
Si	13.611	0.785	28.858	0.108	0.009	0.017
Si	9.73	6.822	26.148	0	-0.201	-0.018
Si	9.709	9.943	29.593	-0.029	-0.024	-0.113
Si	17.437	3.331	28.111	0.111	0.079	0.168
Si	17.966	14.051	30.353	0.008	0.002	0.059
Si	22.87	12.645	29.03	-0.015	0.165	-0.048
Si	15.507	-1.797	25.56	-0.009	-0.133	0.16
Si	24.556	13.778	30.996	-0.064	-0.023	0.075
Si	15.702	-1.341	28.583	-0.162	0.051	-0.045
Si	14.994	2.304	26.895	-0.009	0.079	-0.095
Si	20.062	12.179	30.131	0.053	0.075	0.03
Si	24.44	2.619	28.014	-0.057	0.008	0.023
Si	20.669	0.579	28.042	0.016	0.101	-0.006
Si	24.219	8.211	30.81	-0.043	0.061	0.093
Si	25.055	8.892	28.103	-0.096	-0.055	-0.016
Si	29.104	9.43	30.11	0.051	-0.097	0.14
Si	33.974	0.456	26.536	-0.037	-0.17	-0.002
Si	35.106	2.895	28.098	0.065	-0.039	0.032
Si	29.684	2.856	30.963	0.125	-0.011	0.037
Si	30.664	4.785	28.75	-0.086	0.035	-0.03
Si	34.057	12.283	26.134	-0.062	0.062	-0.023
Si	35.24	-0.374	23.961	-0.01	-0.056	0.015
Si	38.205	4.697	30.568	0.045	0.026	0.039
Si	44.531	13.144	24.926	-0.009	0.082	-0.187
Si	35.603	2.972	31.121	-0.005	-0.072	0.118
Si	37.412	9.193	28.259	0.094	0.052	0.041
Si	33.069	4.848	27.168	0.055	-0.067	-0.111
Si	35.227	13.719	30.895	-0.038	0.033	0.07
Si	41.774	0.851	30.301	-0.125	0.008	0.052
Si	41.844	-1.888	29.277	-0.021	0.042	0.08
Si	41.556	8.017	28.354	0.049	0.023	0.066
Si	41.019	9.043	31.216	0.055	-0.029	0.168
Si	31.408	7.439	30.215	0.036	-0.044	-0.054
Si	45.051	10.993	30.306	0.094	-0.207	0.291
Si	46.35	0.022	28.478	-0.027	-0.043	-0.025
Si	51.117	-0.471	31.22	0.11	0.037	0.196
Si	47.023	3.62	31.812	0.067	0.05	0.229
Si	47.826	7.098	30.585	-0.05	-0.043	0.031
Si	47.052	13.881	26.531	-0.016	0.046	-0.063
Si	47.835	11.945	30.74	-0.095	0.017	0.049
Si	49.231	0.153	28.902	-0.004	-0.135	0.115
Si	55.735	1.879	28.193	0.014	-0.186	0.021
Si	51.173	3.756	30.736	-0.098	0.069	0.1
Si	48.417	4.368	29.283	-0.024	0.012	0.052
Si	49.552	9.552	30.873	-0.067	0.022	0.003
Si	55.129	13.261	29.611	0.017	0.007	0.051
Si	52.662	13.343	30.982	-0.011	0.002	0.065
Si	53.573	6.638	28.392	-0.023	0.018	0.083
Si	55.819	8.212	26.942	0.087	-0.061	0.001
Si	60.209	3.023	30.633	-0.168	-0.063	0.097
Si	57.649	9.254	31.706	-0.037	0.035	0.175
Si	53.591	5.64	31.191	0.079	-0.127	0.096
Si	58.058	3.527	28.649	0.057	0.081	-0.002
Si	66.622	0.772	28.334	-0.06	0.01	0.029
Si	65.288	-1.186	30.338	0.011	-0.116	0.061
Si	2.395	5.817	31.007	0.075	-0.009	0.122
Si	62.063	8.444	31.285	0.02	0.122	0.073
Si	62.85	11.427	30.512	-0.105	0.018	0.106
Si	1.252	14.926	5.377	-0.018	-0.004	-0.012
Si	4.021	1.346	5.345	-0.017	0.023	-0.002
Si	1.281	4.019	5.357	0.003	-0.009	0.004
Si	4.06	6.722	5.356	-0.007	-0.01	-0.014
Si	1.335	9.429	5.349	0.044	0.001	-0.02
Si	4.063	12.15	5.31	0.009	-0.028	-0.006
Si	6.833	14.904	5.344	0.027	-0.036	0.007
Si	9.585	1.365	5.308	0.01	-0.001	-0.003
Si	6.794	4.064	5.312	-0.015	-0.009	0.011
Si	9.549	6.798	5.344	-0.006	0.01	0.005
Si	6.821	9.5	5.355	0.026	0.013	-0.001
Si	9.606	12.254	5.244	0.014	-0.017	-0.017
Si	12.345	14.974	5.267	-0.02	-0.007	-0.011
Si	15.063	1.365	5.216	-0.009	-0.014	-0.039
Si	12.333	4.059	5.311	0.009	-0.023	0.002
Si	15.053	6.832	5.295	-0.014	-0.007	-0.01
Si	12.294	9.56	5.312	-0.012	0.01	-0.008
Si	15.07	12.309	5.334	-0.012	-0.011	-0.001
Si	17.809	15.042	5.274	-0.011	0.007	-0.007
Si	20.516	1.44	5.228	-0.022	0.023	-0.035
Si	17.794	4.088	5.281	0.004	0	0
Si	20.494	6.832	5.326	0.006	-0.012	-0.013
Si	17.808	9.523	5.326	-0.011	-0.001	0.007
Si	20.555	12.266	5.316	-0.023	-0.002	-0.004
Si	23.26	14.973	5.282	0.006	-0.019	-0.018
Si	25.939	1.368	5.291	-0.019	0.013	-0.027
Si	23.22	4.09	5.228	0.009	-0.005	-0.033
Si	25.916	6.816	5.301	-0.032	0	-0.009
Si	23.279	9.503	5.346	0.007	-0.02	0
Si	25.98	12.25	5.334	-0.003	-0.008	0.001
Si	28.657	14.966	5.316	0.008	-0.008	-0.021
Si	31.342	1.351	5.439	0.007	0.02	0.004
Si	28.688	4.097	5.385	0.027	-0.001	0.003
Si	31.379	6.793	5.398	0.005	0.009	-0.007
Si	28.666	9.51	5.35	-0.002	-0.007	-0.017
Si	31.336	12.266	5.375	-0.001	0.01	-0.007
Si	34.035	14.959	5.478	-0.011	-0.013	0.001
Si	36.741	1.386	5.552	-0.008	0.02	-0.001
Si	34.065	4.088	5.504	-0.006	0.003	0.007
Si	36.778	6.867	5.531	-0.016	0.005	-0.011
Si	34.097	9.526	5.43	0.01	0.004	-0.011
Si	36.761	12.246	5.523	0.016	0.007	0.001
Si	39.451	14.989	5.624	0.003	0.019	-0.005
Si	42.143	1.399	5.703	0.003	0.012	-0.01
Si	39.44	4.158	5.632	-0.006	0.017	0.004
Si	42.144	6.838	5.658	0.013	0.028	-0.009
Si	39.44	9.566	5.557	-0.017	0.018	-0.01
Si	42.136	12.279	5.667	-0.009	0.016	-0.008
Si	44.822	14.944	5.74	-0.004	0.015	-0.025
Si	47.504	1.326	5.861	-0.014	0.011	0.004
Si	44.822	4.103	5.737	0.012	0.03	-0.002
Si	47.543	6.794	5.773	0.009	-0.001	-0.004
Si	44.862	9.539	5.733	0.003	0.028	-0.004
Si	47.557	12.195	5.738	0.031	0.01	-0.015
Si	50.243	14.905	5.839	0.013	0.006	0.011
Si	52.918	1.364	5.783	0	-0.006	0.008
Si	50.221	4.077	5.826	-0.012	-0.015	-0.018
Si	52.84	6.832	5.712	-0.019	-0.017	-0.01
Si	50.224	9.441	5.709	0.007	-0.02	-0.021
Si	52.933	12.162	5.802	0.019	0.005	0.005
Si	55.629	14.948	5.728	0.005	-0.011	-0.009
Si	58.343	1.339	5.613	0.01	-0.029	-0.008
Si	55.566	4.111	5.679	-0.012	-0.006	-0.018
Si	58.324	6.766	5.568	0.01	0.001	-0.015
Si	55.629	9.525	5.634	0.025	-0.003	-0.02
Si	58.328	12.205	5.57	0.007	0.012	-0.013
Si	61.042	14.928	5.486	-0.003	-0.015	-0.011
Si	63.829	1.337	5.39	0.011	0.019	-0.007
Si	61.096	4.064	5.432	0	-0.025	-0.025
Si	63.838	6.727	5.361	0.028	-0.004	-0.042
Si	61.051	9.49	5.515	0.017	-0.011	0.005
Si	63.755	12.23	5.445	-0.014	-0.018	0.003
Si	2.652	-0.02	6.701	-0.002	0.008	-0.003
Si	5.422	2.705	6.675	-0.007	0.002	-0.006
Si	2.667	5.387	6.705	0.014	-0.006	0.007
Si	5.426	8.131	6.682	-0.013	0.01	-0.009
Si	2.692	10.818	6.695	-0.002	0.001	-0.001
Si	5.432	13.541	6.663	0.008	0.013	-0.004
Si	8.205	-0.013	6.655	-0.008	-0.003	-0.008
Si	10.943	2.72	6.665	-0.007	0.008	0.006
Si	8.16	5.433	6.671	-0.004	0.021	-0.004
Si	10.926	8.182	6.662	-0.019	0.021	-0.005
Si	8.219	10.899	6.636	-0.019	-0.002	-0.019
Si	10.956	13.612	6.621	0.013	-0.01	-0.008
Si	13.704	0.017	6.615	0.008	-0.004	-0.007
Si	16.403	2.724	6.61	0.011	0.02	-0.001
Si	13.689	5.448	6.642	0.01	-0.007	-0.004
Si	16.416	8.173	6.666	0.019	-0.006	-0.007
Si	13.681	10.916	6.651	0.006	0.011	-0.005
Si	16.446	13.667	6.652	-0.005	0.008	-0.002
Si	19.164	0.074	6.621	-0.017	0.003	-0.001
Si	21.872	2.751	6.629	0.027	-0.012	-0.002
Si	19.142	5.442	6.659	0.001	-0.009	0.005
Si	21.88	8.16	6.682	0.002	0.003	0.002
Si	19.165	10.904	6.66	0.003	0.002	-0.008
Si	21.907	13.621	6.666	0.004	-0.01	0.005
Si	24.595	0.008	6.665	0.006	0.004	0.01
Si	27.301	2.709	6.689	0.008	-0.014	-0.001
Si	24.563	5.435	6.644	-0.007	0	-0.008
Si	27.283	8.156	6.691	-0.01	0.018	-0.005
Si	24.615	10.887	6.692	-0.008	0.01	0.002
Si	27.321	13.606	6.703	-0.013	-0.009	-0.001
Si	29.977	-0.017	6.756	0.009	-0.001	0.002
Si	32.694	2.712	6.823	-0.001	-0.006	-0.007
Si	30.024	5.443	6.77	-0.019	0.003	0.004
Si	32.724	8.16	6.778	-0.008	0.002	-0.007
Si	30.001	10.88	6.732	-0.004	0.002	0.002
Si	32.678	13.587	6.805	0	-0.011	0.004
Si	35.378	0	6.87	0.005	-0.005	-0.008
Si	38.086	2.744	6.936	0.003	-0.006	-0.008
Si	35.422	5.46	6.859	0.02	-0.019	-0.01
Si	38.099	8.207	6.933	-0.008	-0.012	-0.001
Si	35.415	10.864	6.86	0.021	-0.026	-0.001
Si	38.083	13.604	6.931	-0.013	-0.01	-0.004
Si	40.782	0.015	7.019	0.003	-0.013	-0.003
Si	43.49	2.726	7.087	0.011	-0.032	-0.014
Si	40.795	5.479	7.016	-0.016	-0.015	0.001
Si	43.488	8.171	7.053	0.015	-0.011	0.006
Si	40.78	10.886	6.979	0.025	-0.018	-0.001
Si	43.467	13.598	7.081	-0.002	-0.008	0.001
Si	46.144	-0.04	7.156	0.003	0.012	-0.006
Si	48.865	2.717	7.17	-0.011	0.005	-0.01
Si	46.175	5.441	7.111	-0.002	-0.007	-0.005
Si	48.889	8.144	7.129	-0.011	-0.005	-0.008
Si	46.2	10.873	7.115	-0.003	-0.022	-0.007
Si	48.877	13.543	7.148	0.009	-0.011	-0.01
Si	51.583	-0.005	7.147	-0.012	0.006	-0.015
Si	54.287	2.737	7.093	-0.004	0	-0.012
Si	51.581	5.452	7.136	-0.004	0.001	-0.007
Si	54.268	8.179	7.018	-0.031	0.023	-0.013
Si	51.559	10.807	7.108	0.013	0.001	-0.01
Si	54.291	13.581	7.094	-0.005	-0.001	-0.011
Si	57.015	0	7.024	-0.001	-0.002	-0.002
Si	59.758	2.726	6.872	0.01	-0.005	-0.002
Si	56.987	5.445	6.985	-0.003	0.008	-0.003
Si	59.694	8.153	6.895	-0.013	0.024	0
Si	56.996	10.877	6.984	-0.004	-0.004	-0.003
Si	59.717	13.577	6.892	0.008	-0.001	-0.003
Si	62.45	-0.002	6.782	-0.005	0.016	-0.013
Si	65.202	2.689	6.748	-0.002	0	0.009
Si	62.476	5.417	6.782	0	-0.011	-0.001
Si	65.209	8.108	6.714	-0.016	0.011	-0.003
Si	62.444	10.856	6.834	-0.006	0.007	0.013
Si	65.165	13.594	6.759	-0.028	0.023	0.005
Si	1.306	1.339	8.086	0.001	0.005	0.005
Si	4.059	4.056	8.051	0.003	-0.005	0.012
Si	1.309	6.765	8.07	0.005	-0.003	0
Si	4.067	9.489	8.053	0.007	0.011	0.017
Si	1.307	12.208	8.045	-0.003	-0.021	-0.02
Si	4.058	14.929	8.012	-0.006	-0.015	-0.014
Si	6.811	1.34	8.004	0.001	-0.01	-0.009
Si	9.551	4.075	8.003	-0.006	-0.014	-0.002
Si	6.802	6.791	8.035	0.013	-0.018	0.009
Si	9.555	9.533	8.012	0.013	-0.011	0.007
Si	6.828	12.221	8.013	0.001	0.012	0.006
Si	9.579	14.952	7.998	-0.002	0.008	-0.001
Si	12.318	1.353	7.991	-0.005	0.006	0
Si	15.043	4.076	7.987	-0.015	0.007	-0.002
Si	12.301	6.803	7.99	0.003	-0.006	-0.008
Si	15.038	9.539	8.001	-0.002	0.004	0.002
Si	12.3	12.255	8.002	-0.016	-0.013	0.003
Si	15.046	14.985	8.001	0.006	-0.002	0.007
Si	17.767	1.381	7.988	-0.002	-0.017	0.005
Si	20.506	4.086	8.011	-0.009	0.017	0.007
Si	17.767	6.795	8.013	-0.023	-0.016	0.001
Si	20.511	9.528	8.02	0.013	0.013	0.001
Si	17.783	12.264	7.999	-0.004	-0.004	-0.005
Si	20.507	14.99	7.981	0.005	-0.005	-0.014
Si	23.217	1.37	8.004	-0.016	-0.004	-0.009
Si	25.927	4.079	8.027	-0.012	-0.004	-0.012
Si	23.221	6.784	8.035	-0.024	-0.004	0.009
Si	25.947	9.519	8.064	0.004	0.008	0.003
Si	23.239	12.245	8.036	0.005	0.008	0.007
Si	25.944	14.967	8.045	0.003	0.002	-0.001
Si	28.628	1.356	8.099	-0.016	-0.007	0.005
Si	31.344	4.079	8.166	-0.001	-0.004	0.005
Si	28.635	6.806	8.086	0.012	-0.012	-0.002
Si	31.352	9.525	8.12	0.005	0.008	-0.011
Si	28.648	12.239	8.091	0.001	0.016	0.004
Si	31.331	14.96	8.149	-0.006	0.003	0.004
Si	34.035	1.367	8.217	0.004	0.017	0.006
Si	36.738	4.108	8.274	-0.006	0.011	0.01
Si	34.048	6.812	8.196	0	0.01	0.003
Si	36.736	9.538	8.286	-0.003	0.02	0.012
Si	34.035	12.234	8.186	-0.011	0.004	-0.012
Si	36.719	14.967	8.264	0.003	0.007	0.003
Si	39.414	1.38	8.334	-0.009	0.004	-0.001
Si	42.121	4.099	8.399	-0.003	0.021	0.005
Si	39.43	6.843	8.334	0.012	0.016	0.004
Si	42.121	9.537	8.381	-0.014	0.007	-0.009
Si	39.425	12.251	8.324	-0.006	0.007	-0.001
Si	42.12	14.977	8.408	0.022	0.027	-0.001
Si	44.811	1.359	8.474	0.006	0.001	0.002
Si	47.509	4.084	8.496	-0.006	-0.02	0.003
Si	44.824	6.814	8.441	0.015	0.004	-0.005
Si	47.542	9.514	8.478	0.021	0.021	0.006
Si	44.826	12.239	8.444	0.007	0.005	-0.009
Si	47.525	14.928	8.488	-0.006	-0.007	-0.011
Si	50.234	1.358	8.504	0.019	0.008	-0.004
Si	52.948	4.092	8.467	0.021	0.009	0.003
Si	50.23	6.794	8.496	0.002	-0.008	0.012
Si	52.951	9.498	8.45	0.006	-0.001	0.01
Si	50.24	12.192	8.483	-0.031	-0.021	0.004
Si	52.95	14.944	8.467	0.001	-0.008	-0.001
Si	55.668	1.36	8.398	-0.007	0.001	0
Si	58.392	4.068	8.274	-0.013	-0.02	-0.011
Si	55.645	6.814	8.358	0.023	-0.003	-0.009
Si	58.371	9.509	8.304	0.005	-0.007	0.011
Si	55.677	12.228	8.401	0.019	0.011	0.006
Si	58.4	14.941	8.311	0.004	0.013	0.008
Si	61.125	1.353	8.201	0.008	0.01	0.003
Si	63.846	4.057	8.126	-0.007	-0.019	0.008
Si	61.117	6.783	8.179	0.01	0.009	-0.015
Si	63.863	9.484	8.115	0.009	0.006	-0.013
Si	61.1	12.22	8.22	0.005	-0.017	0.009
Si	63.827	14.963	8.135	0.018	-0.011	0.008
Si	65.219	0.001	9.464	-0.007	0.017	0.004
Si	2.69	2.708	9.415	0.007	-0.01	0.003
Si	65.223	5.433	9.457	-0.008	0.012	0.004
Si	2.683	8.146	9.41	-0.003	0.011	0.002
Si	65.234	10.871	9.442	-0.008	-0.006	0.01
Si	2.689	13.583	9.384	-0.006	0.016	0.002
Si	5.436	-0.02	9.358	0.006	0.005	0.004
Si	8.18	2.711	9.353	0.005	0.013	0.002
Si	5.431	5.434	9.387	-0.01	0.013	-0.003
Si	8.183	8.166	9.362	-0.011	0.026	-0.003
Si	5.45	10.87	9.375	0.008	-0.014	-0.001
Si	8.193	13.599	9.354	-0.006	0	0.002
Si	10.941	-0.003	9.35	0.013	-0.016	0.006
Si	13.668	2.721	9.345	0.005	0	0.003
Si	10.921	5.445	9.344	-0.014	0.012	0.001
Si	13.66	8.167	9.345	0.005	-0.009	-0.004
Si	10.928	10.89	9.357	0.001	0.01	-0.004
Si	13.673	13.611	9.348	0	0.01	-0.001
Si	16.407	0.015	9.354	-0.004	0.003	0.01
Si	19.127	2.724	9.355	0.001	0.007	0.006
Si	16.392	5.433	9.355	0.011	-0.012	0.007
Si	19.132	8.161	9.362	0.006	0.001	-0.008
Si	16.406	10.896	9.35	0	0.012	0.001
Si	19.147	13.619	9.347	-0.001	0.004	0
Si	21.86	0.004	9.364	0.005	0.01	0.008
Si	24.571	2.715	9.389	0.001	-0.002	0.002
Si	21.85	5.436	9.39	0.015	-0.017	0.005
Si	24.576	8.149	9.4	0.002	-0.007	-0.007
Si	21.867	10.88	9.381	-0.014	0.003	0.001
Si	24.589	13.599	9.402	0.006	-0.007	0.005
Si	27.279	-0.012	9.449	0.004	0.003	0.004
Si	29.982	2.702	9.493	0.004	0.006	0
Si	27.278	5.424	9.424	-0.007	-0.001	0
Si	29.991	8.155	9.468	-0.018	0.008	0.001
Si	27.291	10.872	9.441	-0.011	-0.012	0.005
Si	29.982	13.587	9.49	0.006	-0.019	0.002
Si	32.677	-0.011	9.545	0.002	-0.005	0.002
Si	35.383	2.722	9.602	0.003	-0.009	-0.003
Si	32.697	5.435	9.544	0.001	-0.013	-0.004
Si	35.38	8.151	9.609	0.006	-0.011	0.009
Si	32.684	10.866	9.533	0.009	-0.011	0.002
Si	35.366	13.587	9.594	0	-0.012	-0.006
Si	38.064	-0.006	9.66	0.003	0	-0.002
Si	40.765	2.717	9.725	-0.001	-0.023	-0.003
Si	38.085	5.449	9.666	0.004	-0.015	-0.003
Si	40.776	8.169	9.732	0.001	-0.009	0.003
Si	38.077	10.883	9.676	-0.007	-0.022	0.011
Si	40.764	13.592	9.726	-0.003	-0.014	-0.001
Si	43.458	-0.008	9.804	-0.007	0.003	0.014
Si	46.168	2.707	9.836	-0.001	-0.001	0.002
Si	43.474	5.438	9.78	0.021	-0.006	0.001
Si	46.18	8.154	9.818	0	-0.001	0.004
Si	43.469	10.871	9.777	0.002	-0.016	0.008
Si	46.166	13.583	9.835	0.007	0.002	0.009
Si	48.877	-0.017	9.84	-0.006	0.011	-0.004
Si	51.598	2.731	9.834	-0.012	-0.002	-0.004
Si	48.877	5.437	9.847	0	0.015	-0.003
Si	51.602	8.156	9.828	0.006	-0.008	-0.003
Si	48.884	10.864	9.851	0.006	0.006	0.001
Si	51.593	13.583	9.82	0.001	0.007	-0.008
Si	54.318	0.009	9.782	-0.002	0.003	-0.004
Si	57.054	2.737	9.696	0.011	-0.004	0.008
Si	54.323	5.467	9.772	-0.009	-0.02	-0.003
Si	57.018	8.176	9.695	-0.02	0.03	-0.003
Si	54.313	10.885	9.774	-0.01	0.01	0.001
Si	57.047	13.612	9.714	0.001	-0.006	0.002
Si	59.775	0.013	9.61	0.009	-0.002	0.004
Si	62.495	2.727	9.53	0.006	0.002	0.008
Si	59.763	5.453	9.591	-0.001	0	-0.004
Si	62.49	8.16	9.511	0.003	0.008	0.004
Si	59.751	10.887	9.62	-0.004	0.015	0.007
Si	62.483	13.609	9.527	-0.013	0.013	0.004
Si	1.338	14.951	10.767	-0.009	-0.001	-0.003
Si	4.08	1.345	10.733	-0.015	0.008	0.002
Si	1.331	4.075	10.784	0.005	-0.002	0
Si	4.069	6.798	10.748	0.009	-0.009	0.01
Si	1.336	9.522	10.786	0.004	-0.003	0.002
Si	4.08	12.238	10.731	0.016	-0.004	-0.007
Si	6.817	14.954	10.711	0	0.006	0
Si	9.555	1.352	10.7	0.001	-0.001	-0.005
Si	6.82	4.077	10.716	0.002	-0.017	0.001
Si	9.556	6.804	10.706	0.007	-0.006	-0.006
Si	6.821	9.521	10.726	0.001	-0.009	0.013
Si	9.556	12.241	10.713	0.002	-0.006	0.002
Si	12.3	14.956	10.708	0.003	-0.01	0
Si	15.024	1.359	10.707	-0.002	0.007	0.005
Si	12.28	4.072	10.693	0.009	0.001	-0.009
Si	15.013	6.793	10.697	-0.011	0.003	-0.002
Si	12.286	9.516	10.704	-0.012	0.01	0.003
Si	15.026	12.238	10.706	-0.007	-0.004	0.005
Si	17.758	14.952	10.704	-0.002	-0.008	-0.001
Si	20.478	1.347	10.713	-0.011	-0.009	-0.007
Si	17.748	4.069	10.71	-0.002	0.013	0.004
Si	20.478	6.797	10.734	-0.003	-0.008	0.006
Si	17.756	9.518	10.707	0	-0.009	-0.002
Si	20.489	12.241	10.715	0.008	-0.002	-0.004
Si	23.21	14.955	10.738	-0.006	-0.005	-0.011
Si	25.914	1.355	10.783	-0.005	-0.003	0.004
Si	23.203	4.067	10.746	-0.014	0.011	-0.003
Si	25.923	6.789	10.776	-0.006	0.008	0
Si	23.211	9.512	10.749	-0.004	0.004	0.002
Si	25.927	12.234	10.784	-0.004	0.014	-0.004
Si	28.623	14.95	10.836	-0.005	0.004	0.003
Si	31.324	1.35	10.892	0.001	0.004	0.003
Si	28.622	4.074	10.825	-0.009	-0.017	0
Si	31.328	6.804	10.872	0.001	0.002	-0.011
Si	28.635	9.515	10.821	0.007	0.02	-0.001
Si	31.328	12.236	10.875	-0.005	0.017	-0.003
Si	34.019	14.958	10.94	-0.006	0.003	0.004
Si	36.719	1.366	10.999	-0.004	0.008	0.001
Si	34.029	4.081	10.947	0.006	0.008	0.004
Si	36.724	6.803	11.007	-0.005	0.002	-0.003
Si	34.017	9.521	10.941	-0.005	0.003	0.001
Si	36.706	12.247	11.001	0.003	0.023	-0.002
Si	39.407	14.964	11.057	-0.006	0.006	0
Si	42.099	1.363	11.124	0.001	0.008	0
Si	39.416	4.084	11.061	0.003	0.019	-0.005
Si	42.121	6.807	11.114	-0.016	0.008	0.002
Si	39.417	9.528	11.071	0.001	0.023	0.001
Si	42.111	12.24	11.116	0.004	0.015	-0.006
Si	44.811	14.956	11.175	0.008	0.004	-0.001
Si	47.523	1.348	11.195	0.005	0.007	0.004
Si	44.811	4.077	11.167	0.001	-0.003	0.008
Si	47.528	6.802	11.194	0.005	-0.018	0.003
Si	44.819	9.517	11.157	0.008	0.006	-0.001
Si	47.528	12.235	11.195	0.002	-0.019	-0.002
Si	50.242	14.948	11.188	0	-0.007	-0.004
Si	52.967	1.363	11.162	0.004	0.004	0.002
Si	50.241	4.084	11.198	-0.006	-0.002	0.005
Si	52.973	6.806	11.165	0	0.007	0.005
Si	50.253	9.516	11.194	0.007	0.002	0
Si	52.969	12.239	11.161	0.007	0	0.006
Si	55.698	14.969	11.103	0.002	-0.001	0.005
Si	58.426	1.364	11.013	0.002	-0.012	-0.001
Si	55.702	4.095	11.083	0.011	0.007	-0.009
Si	58.411	6.805	10.996	0.001	-0.006	-0.01
Si	55.687	9.528	11.104	0.012	-0.017	0.005
Si	58.42	12.244	11.03	0.012	-0.013	0.006
Si	61.145	14.963	10.933	0.01	-0.001	0.006
Si	63.875	1.363	10.854	0.003	-0.001	0.007
Si	61.141	4.088	10.919	0.005	-0.018	-0.009
Si	63.873	6.803	10.841	-0.005	-0.006	-0.006
Si	61.148	9.52	10.918	0.005	-0.006	0.002
Si	63.88	12.237	10.829	0.014	-0.008	-0.01
Si	2.716	-0.001	12.103	0.006	-0.007	0.003
Si	5.449	2.724	12.068	0.011	0.004	0
Si	2.7	5.454	12.112	-0.004	0.001	-0.001
Si	5.452	8.168	12.078	0.003	0.022	-0.009
Si	2.723	10.895	12.113	-0.003	0.006	0.003
Si	5.453	13.602	12.08	-0.007	-0.001	-0.003
Si	8.183	0	12.06	-0.003	-0.009	-0.001
Si	10.916	2.712	12.057	-0.014	0	0.007
Si	8.19	5.445	12.063	0.004	0.026	-0.002
Si	10.91	8.166	12.069	0.004	-0.012	0.001
Si	8.189	10.885	12.075	-0.001	0.003	0
Si	10.928	13.596	12.06	0.007	0.009	0
Si	13.661	-0.008	12.063	-0.003	0.004	-0.001
Si	16.379	2.712	12.068	0.005	-0.008	0.003
Si	13.632	5.438	12.046	-0.003	-0.004	-0.001
Si	16.38	8.149	12.049	0	0	-0.003
Si	13.655	10.867	12.056	-0.002	-0.004	-0.004
Si	16.392	13.587	12.064	0.004	0.006	0.002
Si	19.116	-0.021	12.066	0.007	0.006	-0.001
Si	21.833	2.696	12.082	0.007	0.002	-0.004
Si	19.098	5.427	12.069	-0.007	-0.018	-0.003
Si	21.842	8.152	12.096	0.003	0.012	-0.007
Si	19.118	10.876	12.065	0.011	0.014	-0.006
Si	21.852	13.58	12.083	0.001	-0.003	-0.003
Si	24.56	-0.026	12.125	0	-0.001	0.006
Si	27.275	2.693	12.169	-0.001	0.014	-0.003
Si	24.557	5.422	12.117	-0.001	-0.018	-0.003
Si	27.272	8.143	12.158	-0.003	-0.018	-0.004
Si	24.561	10.869	12.125	0.011	-0.003	-0.005
Si	27.272	13.572	12.177	-0.002	-0.011	-0.004
Si	29.975	-0.033	12.233	-0.001	-0.011	-0.002
Si	32.676	2.699	12.28	0.004	-0.004	-0.003
Si	29.972	5.429	12.211	0.009	-0.001	-0.004
Si	32.664	8.146	12.282	-0.005	-0.013	0.001
Si	29.975	10.863	12.213	0.002	-0.01	-0.005
Si	32.66	13.585	12.276	0.002	-0.023	-0.003
Si	35.368	-0.011	12.332	0.016	0.003	-0.009
Si	38.069	2.7	12.4	-0.001	-0.013	-0.006
Si	35.383	5.417	12.344	0	-0.006	-0.002
Si	38.067	8.145	12.406	-0.002	-0.021	0.009
Si	35.355	10.87	12.339	-0.001	-0.012	0.003
Si	38.051	13.594	12.392	0.001	-0.014	-0.006
Si	40.754	-0.019	12.458	0.001	-0.003	-0.003
Si	43.454	2.703	12.504	-0.002	-0.007	-0.007
Si	40.775	5.418	12.443	0.001	-0.018	-0.006
Si	43.472	8.144	12.506	0.013	-0.007	0.002
Si	40.764	10.869	12.462	-0.008	-0.018	0.006
Si	43.451	13.587	12.511	-0.003	-0.006	0.004
Si	46.163	-0.012	12.55	0.002	0.004	0.001
Si	48.879	2.717	12.547	0.006	-0.008	-0.007
Si	46.173	5.425	12.533	0.005	0.009	-0.009
Si	48.891	8.164	12.549	0.011	0.01	0.002
Si	46.165	10.874	12.531	0.009	0.009	-0.002
Si	48.882	13.599	12.556	-0.004	0.012	-0.003
Si	51.602	0.007	12.529	-0.01	-0.007	-0.006
Si	54.35	2.744	12.47	-0.008	0.009	-0.009
Si	51.612	5.456	12.532	0.009	0	-0.004
Si	54.334	8.187	12.496	-0.01	0.014	-0.001
Si	51.61	10.89	12.537	-0.017	-0.007	-0.008
Si	54.334	13.626	12.484	-0.005	0	-0.007
Si	57.073	0.029	12.42	0.001	0.013	0.005
Si	59.791	2.754	12.327	0.003	0.016	0.001
Si	57.06	5.477	12.409	-0.004	-0.016	0.001
Si	59.78	8.19	12.313	-0.007	0.008	-0.004
Si	57.058	10.911	12.424	-0.004	0.025	0
Si	59.792	13.631	12.342	-0.003	0.017	-0.002
Si	62.518	0.026	12.246	-0.001	0.002	-0.003
Si	65.259	2.733	12.171	-0.013	0.012	0.003
Si	62.514	5.47	12.237	0.001	0.011	-0.004
Si	65.24	8.191	12.166	-0.013	-0.009	0
Si	62.519	10.912	12.233	-0.003	0.011	-0.004
Si	65.261	13.611	12.151	-0.009	-0.005	-0.003
Si	1.372	1.366	13.481	0.014	-0.003	-0.003
Si	4.096	4.099	13.427	-0.006	-0.008	-0.01
Si	1.344	6.825	13.478	0.003	0.006	-0.001
Si	4.113	9.541	13.445	0.023	-0.036	0.001
Si	1.372	12.268	13.486	-0.006	0.005	-0.002
Si	4.094	14.965	13.447	-0.001	0.015	-0.005
Si	6.815	1.366	13.416	0.004	0.011	-0.007
Si	9.553	4.08	13.413	0.01	-0.014	-0.001
Si	6.83	6.816	13.419	-0.002	-0.027	0.002
Si	9.541	9.519	13.436	-0.011	0.03	0.007
Si	6.832	12.253	13.432	-0.003	-0.007	0
Si	9.557	14.959	13.407	-0.001	-0.001	-0.006
Si	12.275	1.339	13.411	0.024	-0.009	0.001
Si	14.988	4.074	13.398	-0.022	0.018	-0.015
Si	12.268	6.792	13.415	-0.014	0.008	0
Si	15.01	9.492	13.41	-0.003	-0.007	-0.004
Si	12.283	12.218	13.41	-0.007	-0.002	-0.005
Si	15.023	14.944	13.417	-0.006	-0.005	0
Si	17.736	1.328	13.411	-0.01	0	0
Si	20.445	4.046	13.415	0.001	0.014	-0.003
Si	17.721	6.78	13.415	0.001	0.003	0
Si	20.476	9.522	13.433	-0.001	-0.01	0.001
Si	17.738	12.208	13.427	0.002	-0.01	0
Si	20.465	14.917	13.418	0.008	-0.003	-0.011
Si	23.182	1.332	13.451	-0.025	0.011	-0.003
Si	25.91	4.067	13.49	0.002	-0.006	0
Si	23.194	6.787	13.46	0.001	-0.017	0.012
Si	25.914	9.515	13.494	-0.018	0.009	-0.009
Si	23.196	12.228	13.474	-0.022	0.008	0.007
Si	25.9	14.925	13.513	0.003	0.005	-0.005
Si	28.613	1.328	13.566	0.002	0.001	0.001
Si	31.313	4.072	13.603	-0.005	0.011	0.003
Si	28.619	6.801	13.554	-0.017	0.014	0
Si	31.3	9.517	13.618	-0.003	0.024	-0.001
Si	28.625	12.223	13.563	0.008	0.01	-0.011
Si	31.314	14.939	13.64	0.003	0.001	0.008
Si	34.017	1.346	13.682	-0.004	0.007	0
Si	36.715	4.055	13.746	0.014	0.012	-0.002
Si	34.021	6.793	13.662	0.005	-0.003	-0.01
Si	36.703	9.522	13.73	-0.007	0.012	0.001
Si	33.989	12.237	13.675	-0.011	0.029	-0.002
Si	36.711	14.97	13.735	-0.006	0.003	-0.002
Si	39.41	1.35	13.801	0.001	-0.003	-0.007
Si	42.108	4.067	13.85	-0.008	0.017	0.001
Si	39.42	6.771	13.779	0.012	0.002	-0.009
Si	42.115	9.511	13.845	-0.012	0.021	0
Si	39.396	12.246	13.782	-0.019	0.041	-0.002
Si	42.095	14.953	13.857	0.001	-0.006	-0.005
Si	44.791	1.347	13.891	-0.008	0.02	-0.006
Si	47.517	4.069	13.91	-0.003	0.004	0.007
Si	44.818	6.777	13.883	0.013	-0.02	0.003
Si	47.521	9.523	13.894	-0.011	0.01	-0.004
Si	44.805	12.233	13.882	0.009	-0.015	-0.011
Si	47.518	14.953	13.919	0.016	-0.012	0.01
Si	50.238	1.363	13.899	-0.014	0.026	0.009
Si	53	4.097	13.853	0.001	-0.021	-0.006
Si	50.259	6.817	13.903	-0.003	-0.017	0.008
Si	52.982	9.542	13.882	0.007	0.007	0.004
Si	50.248	12.242	13.905	0.022	-0.012	0.003
Si	52.977	14.975	13.87	0.002	0.005	0.005
Si	55.722	1.388	13.808	0.013	-0.009	-0.004
Si	58.433	4.106	13.723	-0.002	-0.004	-0.004
Si	55.716	6.829	13.818	0.004	-0.005	0.004
Si	58.442	9.542	13.73	0.011	-0.019	-0.009
Si	55.708	12.27	13.816	-0.003	-0.011	0
Si	58.443	14.978	13.746	0.021	-0.021	0.008
Si	61.166	1.381	13.643	0.009	-0.008	-0.002
Si	63.902	4.099	13.543	-0.001	-0.003	0
Si	61.16	6.829	13.63	0.009	-0.014	-0.006
Si	63.899	9.561	13.561	0.009	-0.001	0
Si	61.179	12.262	13.649	0.026	-0.021	0.005
Si	63.911	14.968	13.536	0.009	-0.003	-0.01
Si	65.297	0.008	14.848	-0.022	0.009	0.006
Si	2.759	2.742	14.794	-0.016	0.018	0.004
Si	65.27	5.481	14.859	-0.014	-0.008	0.013
Si	2.733	8.197	14.788	-0.02	0.006	0.01
Si	65.293	10.942	14.871	-0.015	0.006	0.009
Si	2.745	13.627	14.837	0.017	0.004	0.003
Si	5.461	0.013	14.785	-0.018	-0.021	0.006
Si	8.17	2.734	14.762	0	0.011	0.008
Si	5.454	5.476	14.767	0.018	0.02	0.002
Si	8.164	8.175	14.805	-0.007	-0.024	0.008
Si	5.485	10.897	14.803	-0.005	0.022	0.008
Si	8.21	13.61	14.78	-0.003	0.011	0.006
Si	10.908	-0.015	14.778	-0.012	-0.004	0.019
Si	13.63	2.709	14.752	0.001	-0.001	0.008
Si	10.9	5.444	14.781	0.007	-0.004	0.011
Si	13.647	8.13	14.77	0.006	0.013	-0.001
Si	10.917	10.871	14.782	0.01	-0.009	0.008
Si	13.658	13.566	14.753	0	0.01	-0.004
Si	16.388	-0.031	14.783	0.005	0.007	0.012
Si	19.083	2.681	14.771	0.012	0.001	0.005
Si	16.33	5.428	14.765	0.003	-0.005	0.01
Si	19.095	8.146	14.745	0.002	-0.006	-0.004
Si	16.371	10.833	14.775	-0.006	-0.006	0.001
Si	19.109	13.556	14.78	0.011	-0.001	0.002
Si	21.818	-0.054	14.774	0.005	-0.009	0.008
Si	24.558	2.676	14.806	0.007	0.006	0.008
Si	21.802	5.403	14.76	-0.013	-0.021	0.011
Si	24.55	8.153	14.828	0.022	0.011	0.003
Si	21.831	10.867	14.822	0.006	0.01	0.007
Si	24.548	13.561	14.874	0.012	-0.005	0.01
Si	27.267	-0.073	14.898	-0.006	-0.012	-0.001
Si	29.968	2.687	14.939	-0.001	-0.011	0.004
Si	27.254	5.424	14.873	-0.007	-0.019	0.007
Si	29.938	8.161	14.966	0.008	-0.028	0.001
Si	27.267	10.85	14.89	-0.01	-0.014	-0.008
Si	29.967	13.547	14.98	-0.008	-0.026	0.004
Si	32.668	-0.027	15.026	0.019	-0.007	-0.004
Si	35.366	2.677	15.09	-0.008	-0.012	0.001
Si	32.67	5.416	14.989	0.012	-0.012	0.003
Si	35.353	8.143	15.064	-0.003	-0.008	0.011
Si	32.63	10.866	15.018	-0.006	-0.007	0.002
Si	35.331	13.604	15.046	0.012	-0.008	-0.003
Si	38.067	-0.023	15.147	0.004	0	0.005
Si	40.768	2.682	15.194	-0.006	-0.006	-0.002
Si	38.09	5.384	15.126	0.008	-0.017	0.014
Si	40.78	8.098	15.164	-0.012	-0.023	0.008
Si	38.05	10.872	15.117	0.017	-0.01	0.015
Si	40.726	13.586	15.192	-0.004	-0.015	0.003
Si	43.442	-0.023	15.253	0.009	-0.007	0.002
Si	46.132	2.71	15.261	0.009	-0.017	-0.004
Si	43.475	5.391	15.237	0.001	0	0.004
Si	46.163	8.15	15.237	0.008	-0.005	-0.008
Si	43.454	10.868	15.235	0.014	0.005	0.015
Si	46.139	13.591	15.267	-0.01	-0.002	0.008
Si	48.864	0.014	15.273	0	0.002	0.009
Si	51.632	2.741	15.207	0.003	0.009	-0.011
Si	48.886	5.448	15.243	0.007	-0.003	0
Si	51.625	8.187	15.257	-0.007	0.029	0.004
Si	48.863	10.892	15.258	0	-0.008	0.005
Si	51.614	13.617	15.245	-0.01	-0.007	0.001
Si	54.361	0.037	15.187	-0.007	0.016	-0.005
Si	57.085	2.776	15.139	-0.003	0.013	0.006
Si	54.359	5.473	15.2	-0.015	-0.004	-0.004
Si	57.079	8.225	15.141	0	0.021	-0.003
Si	54.345	10.937	15.208	-0.009	0.006	-0.009
Si	57.079	13.642	15.149	-0.005	0.019	0
Si	59.81	0.055	15.056	-0.015	0.012	0.004
Si	62.555	2.761	14.938	0.001	0.021	0.01
Si	59.796	5.502	15.027	0.006	0.002	-0.003
Si	62.519	8.232	14.939	-0.016	0.01	0
Si	59.816	10.925	15.047	-0.008	0.037	-0.004
Si	62.563	13.653	14.95	-0.002	0.001	0.005
O	66.476	14.229	22.701	0.149	-0.679	0.031
O	64.865	11.116	25.258	-0.205	-0.231	0.446
O	2.88	0.012	22.086	0.027	-0.017	0.492
O	4.689	1.759	22.981	0.291	-0.031	0.444
O	66.497	4.818	22.942	0.561	0.187	0.218
O	65.441	2.788	21.9	0.104	-0.094	0.359
O	4.373	9.175	23.956	-0.141	0.667	0.49
O	10.997	9.1	24.646	-0.15	0.411	0.094
O	1.947	9.535	23.197	0.229	0.343	0.083
O	65.496	8.09	26.768	-0.157	0.521	-0.13
O	4.258	12.394	23.23	-0.457	-0.264	0.285
O	5.75	13.781	21.872	0.17	-0.182	0.058
O	6.598	12.249	31.195	0.241	-0.48	0.389
O	6.568	2.33	24.789	0.293	-0.093	-0.202
O	9.4	0.943	22.913	0.364	-0.076	0.34
O	6.055	4.01	22.902	-0.333	0.053	0.334
O	8.018	5.54	22.023	0.215	-0.007	0.409
O	9.437	7.624	22.809	-0.498	0.506	0.281
O	11.926	7.864	22.602	0.069	-0.64	0.017
O	6.921	9.295	23.03	0.237	0.126	0.42
O	6.797	12.227	26.882	0.073	-0.233	0.599
O	13.978	1.119	27.311	0.006	-0.424	-0.175
O	8.313	10.971	21.816	-0.243	-0.111	0.494
O	11.764	14.542	22.621	-0.115	0.058	0.483
O	13.569	-0.083	21.872	0.101	-0.164	0.182
O	15.17	4.076	23.571	0.702	0.22	-0.19
O	10.952	2.782	21.971	-0.037	0.04	0.278
O	12.816	4.678	22.472	-0.249	0.466	0.076
O	13.715	9.756	22.586	0.54	-0.074	-0.138
O	16.389	8.077	21.97	0.069	-0.132	0.114
O	14.817	8.889	28.29	0.369	-0.273	0.421
O	14.589	6.54	22.972	-0.243	0.262	0.605
O	14.258	12.24	22.885	-0.129	0.308	0.425
O	15.511	10.6	24.445	0.388	-0.517	-0.305
O	16.316	13.597	21.977	-0.003	-0.163	0.264
O	18.165	-0.965	22.732	0.705	0.231	0.035
O	19.925	1.293	22.766	0.147	-0.641	0.036
O	21.825	2.738	21.848	0.07	-0.241	0.355
O	18.047	3.219	22.911	-0.682	0.074	0.346
O	19.203	5.341	21.949	-0.309	0.045	0.208
O	21.1	7.005	22.638	-0.065	0.376	0.279
O	27.594	6.189	26.274	-0.383	-0.139	0.091
O	19.432	1.1	28.94	-0.608	-0.555	-0.227
O	20.435	11.663	22.913	-0.219	-0.132	0.233
O	21.749	13.526	21.794	-0.006	-0.013	-0.012
O	22.069	11.532	25.061	0.598	0.169	-0.093
O	18.584	2.995	27.04	-0.072	-0.097	-0.001
O	23.63	-0.944	25.82	0	-0.484	0.385
O	25.116	1.009	22.609	-0.002	-0.31	0.021
O	22.97	0.937	24.144	-0.289	0.204	0.021
O	24.763	5.435	25.211	-0.506	0.075	0.426
O	25.566	6.001	22.773	0.145	-0.471	-0.006
O	22.3	9.751	23.04	0.037	-0.221	0.357
O	24.414	10.749	21.996	0.047	0.116	0.506
O	26.796	0.15	30.057	-0.01	-0.489	-0.01
O	25.839	12.415	23.258	-0.517	-0.11	0.443
O	31.13	12.249	23.471	-0.236	-0.219	0.134
O	27.896	13.804	22.768	0.049	-0.315	-0.185
O	31.213	-1.634	24.654	0.044	0.089	-0.265
O	28.829	-0.133	22.981	-0.136	0.2	0.266
O	27.056	2.685	21.886	0.082	0.042	0.24
O	28.512	4.551	22.895	0.089	0.64	0.084
O	29.396	4.577	25.309	0.639	-0.209	-0.057
O	31.944	6.14	23.416	-0.475	0.093	0.554
O	27.05	7.953	21.95	-0.185	0.223	0.069
O	28.912	8.82	23.447	0.34	-0.123	0.046
O	26.94	11.636	29.275	0.265	0.146	0.597
O	32.634	13.557	21.964	0.113	0.116	-0.065
O	34.182	-1.475	23.449	-0.395	-0.59	0.318
O	35.506	0.402	22.575	-0.453	-0.086	-0.426
O	36.683	2.93	27.76	0.009	0.569	0.419
O	37.275	2.102	23.266	0.464	-0.332	0.156
O	32.576	2.706	21.907	0.016	-0.12	0.427
O	33.886	4.376	23.228	0.481	-0.08	0.425
O	34.468	6.306	24.727	-0.031	0.541	0.487
O	36.065	6.231	22.711	-0.533	-0.383	0.036
O	32.734	8.197	22.204	-0.045	0.193	0.265
O	34.313	10.027	23.14	-0.064	-0.171	0.293
O	38.779	9.932	27.799	-0.007	0.331	0.117
O	36.641	11.172	23.164	0.436	-0.042	0.283
O	37.931	13.346	22.374	-0.131	0.235	0.476
O	43.627	6.933	25.942	0.313	-0.264	-0.177
O	43.241	13.643	25.747	-0.564	-0.452	0.049
O	40.495	0.777	23.436	-0.227	0.356	0.091
O	38.251	2.889	25.583	0.381	-0.035	-0.123
O	38.769	4.189	23.382	0.273	0.438	0.208
O	43.36	4.626	24.73	0.14	-0.033	0.153
O	42.488	6.851	23.564	0.093	0.366	0.072
O	43.169	8.086	28.276	0.145	0.048	0.671
O	39.761	9.755	23.191	-0.235	-0.108	0.23
O	43.017	13.509	22.33	-0.151	0.094	0.125
O	45.792	13.107	25.919	-0.045	-0.269	0.202
O	49.816	2.956	25.893	0.593	0.224	-0.027
O	47.26	1.125	23.28	-0.344	-0.245	0.041
O	42.481	2.383	23.572	-0.177	0.261	0.248
O	44.918	3.181	23.317	0.405	-0.308	0.221
O	50.25	6.79	24.203	0.124	0.414	0.076
O	44.578	9.23	23.524	0.019	-0.682	0.245
O	46.235	10.888	22.416	0.065	0.041	0.268
O	47.647	13.059	23.049	-0.404	0.368	0.233
O	48.153	14.156	25.362	0.183	0.629	0.301
O	49.769	-1.667	23.338	-0.227	0.287	0.602
O	51.574	0.092	22.467	0.289	0.175	0.429
O	55.831	0.254	28.239	0.464	-0.071	0.129
O	52.984	2.243	23.193	-0.489	0.327	0.129
O	49.019	2.772	22.403	-0.048	-0.129	0.219
O	50.89	4.476	23.134	-0.026	-0.219	0.292
O	53.363	6.871	32.208	0.053	0.261	-0.357
O	54.322	8.228	22.421	-0.091	-0.035	0.35
O	49.774	9.668	23.344	-0.61	-0.572	0.3
O	51.588	10.902	21.999	-0.045	0.033	0.253
O	54.756	11.734	29.156	0.53	-0.402	0.005
O	55.813	-1.405	23.599	-0.492	-0.339	0.29
O	54.578	-1.992	28.523	-0.511	0.06	-0.053
O	59.329	1.974	22.85	0.581	-0.053	-0.086
O	62.729	0.358	25.164	-0.25	0.024	0.471
O	55.125	3.871	23.161	0.021	0.347	0.516
O	57.171	5.462	22.447	-0.102	0.032	0.653
O	59.33	6.631	23.5	0.224	0.518	0.371
O	59.962	9.817	25.009	-0.463	-0.286	-0.115
O	57.919	13.971	24.822	0.62	0.174	0.077
O	58.479	11.912	23.325	-0.195	-0.372	0.212
O	60.018	13.697	22.205	0.027	0.103	0.307
O	64.225	-1.374	23.892	0.054	0.252	-0.425
O	61.204	9.007	22.853	-0.322	-0.446	-0.108
O	66.568	-0.306	24.43	0.21	0.212	-0.374
O	63.633	1.436	23.057	-0.06	-0.297	0.146
O	61.716	3.782	22.971	-0.096	-0.348	0.274
O	62.728	5.72	21.755	-0.235	0.036	0.225
O	64.88	6.929	22.756	-0.039	0.51	0.014
O	61.578	5.484	28.281	-0.207	-0.083	-0.047
O	62.57	11.01	21.633	-0.089	0.041	0.075
O	64.262	12.286	22.991	0.098	0.756	0.445
O	2.453	8.067	25.418	0.308	0.081	0.104
O	2.093	11.337	25.891	-0.015	-0.464	-0.099
O	62.694	-0.916	27.602	0.319	0.148	-0.123
O	4.274	3.596	24.864	-0.457	0.438	-0.181
O	6.137	7.452	24.742	0.036	-0.662	0.119
O	66.003	6.138	25.105	-0.241	-0.423	0.278
O	9.912	-1.057	28.377	-0.161	0.119	0.581
O	2.937	5.213	29.605	0.532	-0.323	0.088
O	8.123	4.987	29.389	0.272	0.079	0.072
O	7.877	-1.81	26.947	0.159	0.351	-0.169
O	4.9	10.538	30.16	0.27	-0.399	0.257
O	8.574	9.78	30.714	0.087	0.524	-0.027
O	12.658	13.503	29.685	-0.347	0.247	-0.227
O	7.082	1.438	27.261	0.381	-0.199	0.181
O	5.353	7.587	22.123	0.443	0.034	-0.463
O	10.574	8.584	29.608	0.403	-0.102	0.611
O	13.927	-1.796	25.222	0.031	0.26	-0.68
O	3.629	-1.036	29.334	-0.357	-0.148	0.332
O	9.095	10.284	28.153	-0.412	-0.051	-0.228
O	10.622	1.225	27.193	-0.178	-0.109	-0.199
O	8.49	7.75	25.738	0.139	0.546	-0.239
O	15.66	2.132	25.425	0.703	-0.377	-0.073
O	17.151	-1.415	29.259	0.428	0.334	-0.024
O	17.182	7.276	27.367	-0.115	0.326	-0.05
O	19.6	6.756	26.535	-0.107	0.114	-0.009
O	20.793	4.409	26.859	0.186	-0.119	0.486
O	15.038	13.512	28.725	0.501	-0.413	0.377
O	11.816	12.653	31.931	-0.19	0.274	0.561
O	16.199	10.603	29.622	0.116	-0.057	-0.045
O	12.909	13.108	27.131	-0.01	-0.344	0.017
O	18.667	-1.32	25.29	-0.348	-0.13	0.333
O	17.896	11.059	25.247	0.389	0.311	0.06
O	25.407	0.865	25.169	0.727	-0.129	-0.035
O	22.767	4.928	22.835	0.17	-0.042	0.249
O	24.267	11.818	29.057	0.021	-0.617	-0.011
O	24.239	0.238	30.129	-0.012	-0.626	-0.098
O	23.484	8.818	27.714	-0.049	0.293	-0.641
O	21.608	5.997	25.027	-0.169	-0.142	0.042
O	22.688	4.562	31.184	0.394	0.2	-0.312
O	20.149	9.783	24.605	0.193	-0.181	0.189
O	20.332	13.202	26.086	-0.217	-0.346	0.088
O	24.495	3.087	24.218	-0.471	0.372	-0.169
O	25.819	13.058	27.368	-0.243	-0.229	-0.445
O	25.063	3.506	26.837	0.179	0.336	0.147
O	25.844	7.706	24.814	-0.054	0.476	-0.227
O	27.806	8.743	25.944	-0.037	0.523	0.109
O	28.009	9.294	28.924	-0.021	-0.337	-0.16
O	23.373	-1.419	23.181	0.204	-0.007	0.152
O	21.854	0.244	29.095	0.344	-0.465	-0.119
O	34.208	1.8	27.352	-0.505	-0.019	-0.247
O	30.027	13.309	29.121	0.248	-0.156	-0.307
O	34.875	12.097	24.751	0.189	0.477	0.025
O	34.308	-1.507	31.682	0.249	0.13	-0.491
O	29.894	0.4	25.433	-0.455	0.187	0.491
O	24.85	12.382	31.79	-0.205	-0.384	-0.293
O	34.942	2.662	29.686	-0.27	-0.333	0.031
O	29.851	7.242	25.479	0.703	0.024	-0.152
O	34.622	0.609	25.063	0.182	0.411	-0.342
O	28.651	-1.013	31.59	0.539	-0.267	-0.308
O	47.796	9.309	27.879	0.278	0.442	-0.132
O	37.948	8.107	22.288	-0.268	0.121	0.487
O	39.923	-1.69	23.299	0.111	-0.385	0.114
O	43.694	-0.199	26.533	0.321	0.121	0.254
O	32.632	4.773	25.606	-0.445	-0.252	0.012
O	35.685	9.693	25.353	0.465	-0.536	-0.037
O	40.703	5.423	22.377	0.086	-0.161	0.338
O	36.213	10.212	27.893	0.112	0.618	0.136
O	32.549	11.872	32.59	0.418	-0.148	0.297
O	36.579	-1.025	24.6	0.377	-0.437	-0.253
O	38.188	0.008	32.776	-0.11	0.059	-0.339
O	47.743	12.902	27.612	-0.401	-0.534	-0.019
O	40.059	10.792	25.536	-0.047	0.375	0.323
O	39.015	-0.55	25.446	0.176	0.188	0.529
O	45.953	0.57	25.319	0.085	-0.341	-0.554
O	36.233	1.628	31.79	0.143	-0.26	-0.558
O	49.183	10.234	25.817	-0.387	0.343	0.218
O	48.463	5.177	25.317	0.043	-0.171	-0.267
O	30.135	12.59	25.84	0.101	0.37	0.388
O	59.203	12.039	25.966	0.178	0.438	0.342
O	41.142	11.96	23.28	-0.508	0.225	0.098
O	48.709	0.662	25.413	-0.03	-0.534	-0.28
O	49.707	12.215	24.272	0.422	0.114	-0.237
O	47.269	2.843	25.471	-0.222	0.4	0.076
O	28.789	2.266	24.113	-0.104	-0.105	0.116
O	44.04	2.298	25.723	-0.212	0.271	0.454
O	46.18	5.338	22.504	-0.007	0.029	0.215
O	54.434	7.67	27.524	-0.321	0.114	-0.278
O	52.12	3.182	27.411	-0.323	-0.132	0.024
O	48.562	7.679	26.019	-0.53	-0.274	0.01
O	51.982	-1.606	30.452	0.314	0.166	-0.793
O	52.808	9.932	28.431	0.446	-0.006	-0.368
O	40.634	4	27.605	0.587	-0.305	-0.325
O	53.875	-0.251	26.533	0.283	-0.12	-0.471
O	58.315	-0.909	30.565	-0.37	0.188	-0.291
O	53.76	3.591	25.372	0.111	0.025	0.217
O	55.131	1.544	24.356	-0.168	-0.514	-0.35
O	53.445	5.337	27.457	0.201	-0.002	-0.073
O	54.242	6.163	29.802	0.304	0.161	0.008
O	12.215	-0.006	28.878	-0.21	-0.373	0.427
O	63.57	3.754	28.169	0.154	0.318	-0.493
O	54.18	11.307	25.273	-0.112	-0.089	0.631
O	58.982	3.816	29.94	-0.059	0.423	0.194
O	57.347	0.209	22.285	-0.258	0.037	0.398
O	57.166	0.168	25.305	0.709	-0.043	0.06
O	61.083	-1.242	29.592	-0.111	0.062	0.542
O	58.751	2.505	27.609	-0.147	-0.054	-0.322
O	65.571	1.952	28.027	-0.005	-0.04	-0.318
O	59.904	1.804	25.386	0.279	-0.497	-0.121
O	59.386	4.2	24.347	-0.068	0.112	-0.439
O	28.548	9.087	31.599	0.118	-0.374	-0.066
O	56.503	9.052	28.138	-0.24	0.257	0.203
O	14.735	6.546	27.283	-0.243	-0.289	-0.394
O	4.641	8.24	28.918	-0.418	-0.464	0.01
O	43.368	0.727	30.015	0.197	0.627	-0.582
O	61.213	3.107	27.267	0.148	0.13	-0.478
O	64.005	4.873	24.041	-0.066	-0.252	0.256
O	61.341	8.069	27.799	-0.568	-0.115	-0.089
O	50.887	9.514	29.993	0.403	0.066	0.142
O	32.413	0.218	26.266	-0.144	0.367	0.108
O	34.401	8.445	27.494	-0.263	-0.161	-0.147
O	49.093	8.017	30.942	0.257	-0.369	0.369
O	17.212	12.695	30.807	-0.065	-0.055	-0.188
O	63.676	7.058	28.466	0.493	-0.44	0.328
O	66.704	7.09	30.728	-0.199	-0.159	-0.226
O	5.932	13.885	25.001	-0.105	0.445	-0.213
O	33.144	6.347	27.719	-0.127	0.284	-0.368
O	59.234	13.164	29.559	-0.015	-0.225	-0.476
O	5.313	0.954	29.241	0.485	-0.156	0.298
O	66.841	4.641	31.798	-0.033	-0.483	-0.38
O	4.631	2.134	26.979	0.135	-0.104	-0.128
O	31.972	11.67	30.044	0.123	-0.045	-0.436
O	66.653	0.024	26.912	-0.175	-0.451	-0.111
O	31.119	5.905	29.816	0.215	-0.105	0.244
O	65.407	8.848	29.308	-0.101	0.563	-0.118
O	39.598	9.257	31.956	-0.456	-0.175	-0.489
O	3.648	10.476	27.85	0.178	-0.07	-0.083
O	31.916	4.089	28.001	-0.032	-0.52	0.11
O	3.132	13.114	27.679	-0.338	0.245	0.123
O	8.887	13.177	31.936	0.122	0.185	-0.168
O	6.912	-1.515	31.674	0.093	0.474	-0.471
O	11.747	-0.94	26.449	0.212	0.118	-0.343
O	8.126	0.31	25.11	-0.239	-0.227	0.467
O	10.541	5.945	29.171	0.341	-0.166	0.607
O	64.514	2.459	30.251	0.299	0.12	0.456
O	2.754	1.386	28.824	0.08	0.614	-0.06
O	13.518	8.376	33.022	0.102	0.02	-0.378
O	16.783	4.744	27.695	0.303	-0.073	-0.446
O	6.449	7.213	27.335	-0.276	-0.221	-0.103
O	10.593	11.215	30.065	0.206	0.323	-0.291
O	14.678	4.354	30.441	-0.287	0.145	-0.652
O	52.014	0.66	31.979	0.081	0.462	-0.425
O	12.138	9.993	31.731	0.342	-0.389	-0.384
O	9.547	-1.509	23.975	0.06	-0.301	0.355
O	63.552	9.504	27.574	0.095	0.6	0.39
O	19.891	2.937	24.824	0.427	0.11	-0.132
O	13.397	2.172	29.668	-0.334	0.199	-0.287
O	16.158	6.329	29.593	0.291	0.262	0.117
O	13.215	5.211	24.947	-0.132	0.348	0.271
O	56.691	13.462	29.805	-0.038	-0.114	-0.245
O	10.626	7.663	27.189	-0.037	0.461	-0.273
O	49.79	1.148	27.774	0.395	0.538	0.292
O	19.362	13.573	29.648	0.339	0.468	-0.591
O	22.509	12.877	27.465	0.353	0.376	-0.281
O	18.041	8.406	25.171	-0.547	-0.294	-0.182
O	41.028	6.515	28.126	0.257	-0.398	0.468
O	18.899	9.145	27.533	-0.45	0.437	-0.077
O	15.817	-1.093	26.993	-0.014	0.662	-0.18
O	14.033	3.625	26.853	0.174	0.371	0.507
O	20.819	10.888	27.246	-0.185	-0.113	-0.144
O	41.328	12.94	29.701	-0.46	-0.352	0.003
O	26.818	14.032	25.162	-0.179	0.239	-0.216
O	15.914	10.926	27.04	-0.025	-0.205	0.177
O	23.063	7.462	29.933	-0.172	-0.494	-0.019
O	19.879	12.319	31.723	-0.291	0.305	0.038
O	21.611	11.962	29.745	0.058	-0.255	-0.03
O	22.575	2.034	30.927	0.081	0.024	0.734
O	23.21	3.386	28.76	-0.004	0.31	-0.412
O	39.105	8.324	25.704	0.286	-0.033	-0.468
O	48.853	12.913	29.941	0.199	0.123	0.236
O	34.914	13.089	27.218	-0.127	-0.175	0.392
O	33.829	10.831	26.802	-0.82	-0.097	0.298
O	41.88	7.942	32.048	-0.054	0.023	-0.361
O	41.68	1.072	31.896	-0.124	-0.253	-0.011
O	25.763	13.857	29.918	0.478	0.255	-0.31
O	54.146	-0.223	33.053	0.027	-0.058	-0.317
O	10.084	11.074	32.77	-0.152	-0.561	0.276
O	31.021	1.161	23.18	0.352	0.023	0.226
O	6.701	9.608	26.226	-0.361	0.019	0.268
O	10.123	12.501	22.877	-0.119	-0.387	0.593
O	26.892	3.827	24.941	-0.094	0.166	0.187
O	16.083	13.01	25.503	0.117	-0.037	-0.182
O	52.19	7.406	28.768	-0.265	-0.372	0.016
O	52.303	12.065	30.046	-0.325	-0.346	0.192
O	56.763	11.569	25.289	-0.093	-0.164	0.58
O	25.909	10.118	27.481	-0.058	0.214	-0.288
O	28.169	14.211	27.423	0.238	-0.391	-0.097
O	45.465	1.2	27.787	-0.158	0.453	0.166
O	46.614	-1.104	27.337	0.221	0.11	-0.204
O	34.532	4.282	27.523	0.562	0.266	-0.204
O	41.801	-1.693	27.676	-0.481	-0.313	-0.041
O	41.257	5.743	25.652	-0.264	-0.084	-0.304
O	14.797	-0.219	29.351	0.051	-0.07	0.647
O	37.064	6.775	25.041	0.165	0.481	-0.206
O	52.047	13.145	25.393	0.202	0.58	-0.346
O	41.126	9.033	27.174	0.619	0.201	-0.467
O	36.359	4.325	24.49	-0.573	-0.375	0.42
O	25.157	8.958	29.72	0.206	0.194	0.168
O	34.65	-0.716	27.412	-0.315	0.175	0.33
O	30.379	12.97	31.715	-0.36	0.338	-0.01
O	41.083	-0.591	29.925	-0.576	-0.209	-0.259
O	44.317	-0.678	32.061	-0.397	0.211	-0.085
O	48.194	4.042	27.715	-0.17	0.073	-0.038
O	45.559	4.257	32.148	-0.063	-0.096	-0.573
O	31.229	7.535	31.814	-0.337	0.455	0.094
O	13.073	8.64	26.344	-0.076	0.093	-0.025
O	38.895	5.843	26.697	-0.289	-0.5	0.23
O	45.608	7.951	27.438	0.206	-0.296	-0.38
O	20.727	3.392	29.707	-0.356	0.518	-0.063
O	45.447	10.01	29.085	-0.018	-0.098	-0.159
O	35.738	-2.046	29.453	0.36	0.487	0.077
O	48.303	4.348	32.55	0.047	0.554	-0.021
O	49.907	3.959	29.762	0.17	-0.03	-0.257
O	60.513	0.549	27.642	-0.428	-0.131	-0.156
O	46.968	2.091	32.343	-0.21	-0.257	-0.259
O	52.104	5.072	30.879	-0.087	0.468	-0.226
O	47.299	3.644	30.217	-0.404	-0.432	-0.281
O	21.201	6.16	32.538	-0.22	0.042	-0.213
O	8.172	2.563	32.577	0.17	0.053	-0.56
O	58.741	10.128	32.575	-0.059	0.67	-0.16
O	42.179	9.84	24.311	-0.215	-0.539	0.22
O	50.323	12.699	27.603	-0.136	-0.309	-0.113
O	8.101	13.726	29.487	-0.176	-0.14	-0.119
O	49.245	-1.372	28.398	0.078	0.232	-0.293
O	18.101	3.203	29.604	-0.343	0.382	0.517
O	52.362	0.733	28.353	-0.076	-0.333	0.48
O	10.317	0.54	32.647	-0.305	0.074	-0.517
O	51.71	-1.492	27.296	-0.402	0.029	0.383
O	51.395	8.377	33.107	0.051	0.054	-0.571
O	60.461	3.51	32.138	0.393	-0.34	-0.17
O	52.702	6.374	23.358	0.25	-0.148	0.347
O	61.29	10.598	27.025	0.305	0.435	0.291
O	25.953	-0.692	27.131	0.148	0.301	0.609
O	32.875	7.895	29.706	0.307	0.481	0.491
O	56.052	2.26	26.662	0.187	0.485	-0.241
O	2.392	1.948	25.493	-0.123	-0.139	-0.509
O	55.747	10.24	23.314	0.279	0.367	0.162
O	44.78	10.29	31.766	-0.022	0.195	-0.266
O	4.485	11.896	25.779	0.069	-0.181	0.046
O	63.403	11.967	31.935	0.715	0.115	-0.12
O	11.545	13.33	24.901	0.075	-0.374	0.193
O	36.458	13.277	31.859	0.059	0.13	-0.387
O	57.702	7.685	32.139	-0.285	-0.185	-0.636
O	51.413	0.714	25.839	0.042	-0.01	-0.659
O	58.078	9.405	30.153	0.189	0.121	0.048
O	58.56	7.438	28.377	0.335	-0.261	0.57
O	60.844	8.622	32.313	-0.103	-0.169	-0.284
O	64.721	9.698	22.975	-0.428	-0.427	0.22
O	61.687	12.444	30.014	-0.093	0.064	-0.035
O	7.371	-0.677	22.749	-0.028	0.215	0.058
O	37.086	-1.74	27.11	0.381	-0.398	0.157
O	65.977	13.518	25.264	0.225	0.055	0.35
O	30.304	8.467	29.648	-0.077	0.125	-0.567
O	64.903	13.865	29.45	-0.088	0.081	0.177
O	2.574	9.378	30.003	0.029	0.319	0.017
O	65.793	12.142	27.591	0.661	-0.231	0.406
O	60.965	13.426	27.625	-0.639	-0.381	-0.503
O	62.167	14.115	25.337	-0.321	-0.553	-0.289
O	29.932	10.02	25.443	0.718	-0.004	0.198
O	61.665	7.305	30.22	-0.504	-0.414	0.275
O	3.918	12.53	31.712	-0.467	0.293	-0.357
O	65.999	-1.596	31.738	0.579	-0.471	-0.041
O	48.282	5.952	29.557	0.167	0.329	-0.566
O	3.537	0.985	31.264	-0.35	0.161	-0.275
O	65.071	1.631	25.297	0.008	0.217	0.204
O	60.244	-0.5	32.243	0.082	-0.047	-0.236
O	5.648	5.823	29.421	-0.667	-0.163	0.267
O	20.964	1.784	26.982	0.247	0.131	-0.22
O	3.64	6.323	31.947	0.43	-0.35	-0.403
O	2.434	8.348	33.084	-0.105	-0.011	-0.137
O	5.017	10.765	33.049	-0.082	0.038	-0.067
O	6.664	8.865	32.176	-0.108	-0.227	-0.075
O	5.229	0.013	32.842	0.178	0.061	-0.372
O	13.822	11.253	28.692	-0.345	-0.289	-0.042
O	23.548	9.232	31.866	0.133	0.06	-0.391
O	24.437	-1.514	32.224	0.616	0.089	-0.057
O	16.854	5.011	31.846	0.216	0.305	-0.29
O	57.762	4.939	27.924	-0.421	0.012	0.194
O	10.677	5.626	32.536	-0.052	0.147	-0.291
O	8.781	7.33	31.749	-0.257	-0.193	-0.261
O	56.785	6.967	26.532	-0.425	-0.469	-0.399
O	28.805	1.539	30.754	-0.396	0.021	0.292
O	56.291	-2.112	33.093	-0.084	-0.219	-0.617
O	44.916	14.206	23.737	0.203	0.302	0.135
O	41.563	-0.782	25.199	0.115	0.248	0.054
O	50.693	3.353	32.24	0.248	-0.328	0.037
O	16.137	0.299	32.628	-0.227	-0.165	-0.099
O	14.518	2.207	31.928	-0.109	0.087	-0.07
O	12.415	3.773	31.676	-0.429	-0.306	-0.491
O	64.055	11.459	29.458	0.13	-0.37	-0.087
O	42.403	12.733	32.068	0.256	0.13	0.056
O	62.433	1.092	29.302	0.087	0.37	-0.348
O	14.862	6.65	31.771	-0.465	0.109	-0.602
O	61.766	-0.907	23.066	-0.177	0.403	0.22
O	15.433	11.34	32.09	-0.233	-0.405	0.122
O	17.68	10.149	31.659	0.459	-0.208	-0.34
O	18.086	-1.344	31.682	0.136	0.166	-0.228
O	16.229	-0.878	24.459	-0.342	0.137	-0.31
O	54.304	2.432	28.654	0.171	0.607	0.368
O	50.296	-1.35	32.303	0.092	-0.694	-0.379
O	18.643	3.347	32.774	0.247	0.014	-0.297
O	11.423	3.568	26.141	-0.239	0.369	-0.041
O	19.724	1.658	31.387	-0.164	-0.491	-0.082
O	29.216	-0.474	29.137	0.1	0.375	-0.25
O	19.206	8.257	32.591	-0.081	0.083	-0.495
O	43.662	11.711	29.926	0.102	0.247	-0.789
O	27.006	0.294	33.011	0.095	-0.178	-0.136
O	21.829	11.036	32.702	0.017	0.085	-0.221
O	22.173	-0.336	31.76	-0.819	0.152	-0.131
O	11.254	10.653	26.751	0.314	0.293	0.138
O	67.25	6.351	27.44	0.453	0.4	0.093
O	39.1	1.885	27.835	0.182	-0.444	0.217
O	16.183	2.31	27.989	-0.019	-0.333	0.32
O	25.56	1.945	31.677	-0.353	0.668	-0.144
O	27.056	5.687	32.616	0.072	-0.002	-0.29
O	25.173	7.202	31.622	0.187	-0.236	-0.447
O	28.842	3.916	31.83	0.279	0.134	-0.073
O	26.991	11.032	32.545	0.188	-0.187	-0.239
O	18.025	1.072	24.444	-0.142	0.145	0.19
O	37.297	8.642	29.781	0.237	0.387	0.53
O	40.355	-2.076	32.878	-0.13	-0.054	-0.143
O	47.963	12.265	32.312	0.428	0.02	-0.125
O	32.589	0.336	32.544	-0.143	-0.001	-0.309
O	32.662	12.922	25.73	0.094	0.311	0.294
O	19.38	10.868	29.455	-0.507	0.01	0.128
O	61.566	3.435	29.868	0.29	0.052	0.463
O	31.012	2.365	31.767	0.52	0.362	-0.313
O	32.637	5.532	32.697	0.031	0.035	-0.209
O	29.518	10.98	30.178	-0.115	0.262	-0.201
O	24.015	1.178	27.377	-0.46	-0.043	0.129
O	23.204	13.869	30.07	-0.475	0.457	0.062
O	33.661	9.975	31.512	-0.134	-0.314	-0.665
O	21.961	6.651	27.63	0.146	-0.356	0.008
O	37.914	11.206	32.671	-0.126	-0.044	-0.532
O	25.579	2.31	29.12	0.533	0.457	-0.053
O	23.48	7.249	23.759	0.066	0.537	0.171
O	34.442	3.628	32.033	0.04	0.125	-0.375
O	6.565	11.499	24.366	0.237	-0.08	-0.594
O	39.139	3.696	29.737	0.143	-0.069	-0.022
O	2.823	3.97	27.159	0.24	0.007	-0.041
O	35.14	8.399	32.841	-0.171	0.044	-0.431
O	36.756	6.877	31.719	0.37	-0.127	-0.09
O	28.057	11.766	24.509	0.214	-0.223	-0.331
O	45.628	-0.619	29.762	0.255	-0.171	0.199
O	44.174	11.633	24.459	0.01	-0.035	-0.24
O	36.804	4.014	30.958	0.029	-0.003	0.118
O	50.104	0.309	30.24	-0.308	0.278	0.187
O	20.349	-0.762	27.234	-0.052	-0.12	0.528
O	12.722	7.371	28.675	0.017	-0.038	0.26
O	40.593	3.128	32.855	0.095	0.127	-0.457
O	43.448	5.842	32.796	0.119	-0.067	-0.286
O	18.114	9.814	22.916	0.199	0.318	0.008
O	41.643	10.52	31.043	-0.052	0.148	0.118
O	40.879	8.458	29.734	-0.201	-0.089	-0.211
O	43.363	-1.849	29.849	0.212	-0.574	-0.153
O	46.259	12.075	30.391	-0.15	0.651	-0.021
O	29.755	5.576	27.664	0.091	0.345	0.354
O	45.995	-2.438	33.056	0.126	-0.198	-0.149
O	55.895	-1.779	26.325	-0.185	-0.67	0.252
O	41.169	2.059	29.419	0.052	0.162	0.009
O	47.707	0.622	29.099	0.124	0.661	0.359
O	46.177	2.717	0.064	-0.044	-0.033	-0.173
O	63.491	12.971	27.33	0.168	-0.257	-0.273
O	47.297	6.583	32.015	0.098	-0.445	-0.097
O	29.962	3.571	29.546	-0.115	-0.112	-0.299
O	46.069	8.507	33.077	0.235	-0.056	-0.121
O	51.716	5.144	25.542	-0.111	0.224	0.505
O	61.876	-2.432	32.927	-0.133	-0.088	-0.547
O	65.912	9.497	31.762	-0.183	0.377	-0.311
O	25.81	7.597	27.478	0.001	-0.512	0.301
O	62.356	9.889	30.621	0.182	-0.124	-0.526
O	64.741	5.754	32.831	-0.237	-0.103	-0.451
O	62.176	8.581	25.436	0.192	-0.724	-0.031
O	50.419	8.815	27.549	0.014	-0.034	-0.267
O	52.115	2.648	30.061	0.245	-0.348	0.305
O	6.536	4.22	31.353	-0.151	0.041	-0.271
O	49.859	10.209	32.306	0.072	0.451	-0.234
O	46.667	7.92	29.854	-0.519	-0.123	0.213
O	52.192	12.999	32.479	-0.525	0.118	-0.071
O	53.973	11.11	32.968	-0.085	0.013	-0.286
O	9.945	3.465	28.289	0.189	-0.267	0.581
O	8.843	11.11	25.706	0.202	-0.241	-0.414
O	58.056	0.997	32.279	-0.184	-0.163	-0.093
O	56.471	2.943	32.901	-0.084	-0.058	-0.375
O	54.581	4.577	31.928	-0.144	0.045	-0.339
O	14.163	13.643	31.943	0.255	0.398	-0.19
O	5.323	-1.764	27.41	-0.17	0.325	0.059
O	59.186	5.67	32.933	0.014	0.055	-0.492
O	56.123	9.741	32.062	-0.132	0.195	-0.51
O	63.329	7.854	32.086	0.47	0.166	-0.126
O	15.253	1.572	22.866	0.345	-0.133	0.205
O	35.291	6.894	29.445	0.144	-0.144	0.251
O	7.145	7.891	29.762	0.092	0.078	-0.281
O	48.307	10.443	30.354	-0.129	-0.288	-0.52
O	9.192	5.522	26.946	-0.344	-0.199	-0.149
O	64.006	-0.275	30.649	-0.249	-0.181	0.103
O	62.818	1.611	31.983	-0.409	0.223	-0.076
O	64.736	0.233	33.144	0.116	0.254	0.188
O	54.277	13.551	30.962	0.45	0.258	0.408
O	58.859	9.952	27.587	-0.209	-0.064	0.229
O	9.779	12.761	27.585	0.202	-0.014	0.19
O	3.051	7.069	23.05	-0.13	-0.528	0.221
O	53.18	12.441	23.231	0.434	0.508	0.228
O	65.978	4.376	28.78	-0.188	0.418	-0.006
O	6.143	3.355	28.831	-0.137	0.194	-0.051
O	34.364	12.38	30.645	0.052	-0.265	-0.443
O	5.004	13.064	29.431	0.44	0.007	0.016
O	57.482	2.626	24.552	-0.186	0.368	-0.104
O	8.934	2.711	25.907	-0.009	0.553	-0.196
O	55.609	9.16	25.667	-0.204	-0.32	-0.285
O	37.247	7.819	27.401	-0.383	-0.336	0.411
O	12.967	10.827	24.844	-0.356	0.223	0.379
O	47.767	7.064	23.554	-0.214	0.64	0.038
O	62.795	2.976	25.12	-0.297	-0.041	0.559
O	44.032	9.53	26.118	-0.004	0.374	0.01
O	59.275	6.182	26.118	0.13	0.265	0.037
O	12.064	-1.095	31.625	-0.169	0.43	-0.379
O	58.188	13.015	31.914	0.582	-0.462	-0.01
O	61.519	5.5	24.883	0.263	0.329	0.104
O	52.88	12.37	27.556	0.365	0.082	-0.334
O	30.7	-1.378	27.24	0.459	0.068	0.283
O	21.104	8.86	28.884	-0.162	-0.017	0.473
O	13.3	2.606	24.543	-0.584	-0.454	-0.267
O	51.7	10.663	24.829	0.152	-0.608	0.406
O	21.223	-1.014	24.738	-0.282	0.263	-0.114
O	10.621	6.554	24.808	0.039	-0.397	-0.006
O	62.496	10.769	24.249	0.074	0.539	-0.047
O	56.752	2.707	29.136	-0.047	-0.065	0.442
O	38.979	5.023	31.956	-0.101	0.381	-0.327
O	28.305	11.259	27.102	0.15	0.212	0.063
O	37.083	0.741	26.532	-0.168	0.069	0.209
O	59.876	1.424	30.516	-0.004	-0.17	-0.37
O	37.857	6.005	29.672	0.249	0.124	-0.636
O	66.262	-0.249	29.496	0.436	0.049	0.037

Results
total energy: -406602.190 eV
total energy less fixed offsets of O -438.35, Si -107.03 eV per atom: 10.610 eV
